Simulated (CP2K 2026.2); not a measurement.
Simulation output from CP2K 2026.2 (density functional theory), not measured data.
Periodic cell of 1832 atoms, Si1216O616, from a study of silicon, its oxide and their interface. The atomic structure is a simulated model.
Doubt: the forces sum to 4.63 eV/angstrom along one axis rather than to zero, so they err by at least 0.0025 eV/angstrom per atom on average; the grid cutoff is modest.

Settings: functional PBE; method Gaussian and plane waves; basis set DZVP-MOLOPT-SR-GTH; pseudopotentials GTH-PBE; grid cutoff 300 Ry, relative cutoff 40 Ry; k points Gamma only; occupations fixed; spin none; net charge 0.

Cell vectors (angstrom)
a 61.5484 0 0
b 0 15.3871 0
c 5.1064 4.058 33.6176

Atoms and the computed forces on them: element, x, y, z (angstrom), force x, y, z (eV/angstrom)
Si -3.752 -0.043 -2.184 0.178 0.019 0.606
Si -4.462 2.924 -2.573 0.019 0.075 0.157
Si -3.586 -7.35 -2.204 0.511 -0.26 0.222
Si -3.229 -3.823 0.036 -0.027 -0.045 -0.031
Si -0.729 -0.015 0.119 -0.178 0.015 0.682
Si 0.28 3.836 -2.02 -0.284 -0.065 0.6
Si 0.309 -8.424 -2.722 0.029 0.002 0.18
Si 0.788 -3.441 -2.539 -0.042 0.074 0.142
Si 3.811 -0.289 -1.802 0.309 0.109 0.681
Si 3.311 3.999 -1.968 0.334 -0.274 0.454
Si 3.252 -8.348 -2.678 0.104 0.101 0.098
Si 3.772 -3.417 -1.878 0.257 -0.112 0.687
Si 8.376 -0.647 -2.386 -0.095 -0.008 0.085
Si 8.135 3.847 -1.964 -0.425 -0.09 0.433
Si 8.554 -8.529 -2.441 -0.123 -0.09 0.04
Si 7.929 -3.66 -1.916 -0.185 0.171 0.614
Si 0.839 -0.314 -2.55 -0.15 -0.004 0.162
Si -0.696 3.819 0.099 -0.023 -0.017 0.032
Si -0.718 -7.704 0.175 -0.258 -0.033 0.69
Si -0.811 -3.828 0.108 -0.222 -0.014 0.702
Si 3.996 -1.944 1.485 0.012 0.02 -0.001
Si 4.523 3.775 0.041 -0.014 0.011 0.056
Si 4.501 -7.641 0.025 0.242 -0.082 0.554
Si 4.638 -3.824 0.215 0.018 0.043 0.036
Si 6.986 0.013 0.304 -0.214 -0.101 0.609
Si 6.95 3.784 0.058 -0.03 0.042 0.061
Si 7.618 -5.81 1.287 0.001 -0.038 -0.064
Si 7.04 -3.792 0.221 -0.023 0.01 0.013
Si 12.241 -0.027 0.114 -0.04 -0.002 0.015
Si 12.271 3.846 0.03 0.182 -0.002 0.571
Si 12.219 -7.593 0.136 0.031 0.015 0.041
Si 14.468 -4.261 -4.658 0.045 -0.02 0.048
Si -0.109 1.908 1.341 0.046 -0.001 -0.068
Si -0.11 5.737 1.358 0.011 -0.022 -0.091
Si -0.106 -5.746 1.326 0.007 0.011 -0.095
Si -0.112 -1.935 1.35 0.019 -0.023 -0.098
Si 3.957 1.948 1.418 -0.014 -0.011 -0.054
Si 3.943 5.76 1.249 -0.014 -0.01 -0.088
Si 3.97 -5.769 1.353 -0.025 -0.049 -0.053
Si 4.6 -0.004 0.324 0.043 -0.001 0.027
Si 7.574 1.964 1.437 -0.023 -0.001 -0.084
Si 7.541 5.747 1.292 0.01 -0.008 -0.097
Si 6.924 -7.731 0.012 -0.163 0.054 0.596
Si 7.615 -1.912 1.495 0.003 0.037 -0.051
Si 11.643 1.937 1.308 -0.016 0.008 -0.071
Si 11.622 5.789 1.259 -0.02 0.015 -0.072
Si 11.69 -5.67 1.355 -0.008 0.013 -0.071
Si 11.705 -1.89 1.436 -0.016 0.014 -0.058
Si -1.934 1.915 2.821 0.008 -0.028 -0.042
Si -1.951 5.751 2.812 -0.012 0.018 -0.04
Si -1.923 -5.758 2.825 -0.041 -0.017 -0.055
Si -1.943 -1.932 2.827 -0.047 0.014 -0.048
Si 1.909 1.928 2.592 -0.007 -0.008 0.04
Si 1.94 5.751 2.547 0.01 0.012 0.028
Si 1.927 -5.755 2.566 -0.014 0.019 0.031
Si 1.917 -1.941 2.606 -0.019 -0.003 0.042
Si 5.76 1.961 2.915 -0.025 -0.031 -0.047
Si 5.735 5.781 2.792 -0.002 0.027 -0.017
Si 5.808 -5.798 2.819 0.006 -0.021 -0.04
Si 5.796 -1.918 2.971 -0.016 0.011 -0.08
Si 9.637 1.952 2.595 0.014 0.001 0.028
Si 9.596 5.772 2.524 -0.008 -0.004 0.028
Si 9.636 -5.748 2.559 -0.01 0.041 0.029
Si 9.666 -1.916 2.652 -0.013 -0.01 0.047
Si -1.932 -0.005 4.146 0.002 0.001 0.024
Si -1.934 3.837 4.146 0.013 -0.007 0.023
Si -1.931 -7.701 4.127 0.009 0.008 0.018
Si -1.919 -3.848 4.159 0.04 0.006 0.029
Si 1.922 -0.002 3.976 0.009 0 -0.01
Si 1.926 3.851 3.975 -0.012 -0.002 -0.023
Si 1.93 -7.7 3.937 -0.001 0.012 -0.018
Si 1.93 -3.859 3.989 -0.001 0 -0.014
Si 5.773 0.031 4.226 0 0.001 0.047
Si 5.757 3.895 4.183 -0.004 0.022 -0.001
Si 5.771 -7.705 4.144 0.004 -0.02 0.027
Si 5.796 -3.889 4.191 0.014 -0.004 0
Si 9.635 0.029 4.004 -0.006 -0.003 -0.007
Si 9.625 3.877 3.973 -0.005 0.005 -0.009
Si 9.625 -7.688 3.939 0.001 -0.002 -0.019
Si 9.632 -3.855 4.004 -0.005 -0.01 0.003
Si 0.041 -0.005 5.413 0.029 -0.002 0.024
Si 0.04 3.846 5.409 0.048 -0.006 0.027
Si 0.048 -7.702 5.39 0.019 -0.001 0.023
Si 0.052 -3.854 5.422 0.015 -0.001 0.023
Si 3.786 0.004 5.448 -0.037 -0.007 0.022
Si 3.79 3.856 5.441 -0.041 0.005 0.032
Si 3.799 -7.694 5.408 -0.024 -0.005 0.035
Si 3.812 -3.864 5.432 -0.045 0.002 0.024
Si 7.754 0.022 5.457 0.006 -0.012 0.014
Si 7.738 3.87 5.425 0.043 0.01 0.027
Si 7.743 -7.695 5.406 0.016 0.002 0.032
Si 7.754 -3.857 5.456 0.028 0.008 0.019
Si 11.516 0.016 5.445 -0.016 0.004 0.025
Si 11.498 3.871 5.43 -0.019 -0.001 0.03
Si 11.506 -7.677 5.4 -0.027 -0.008 0.023
Si 11.525 -3.845 5.431 -0.026 0.004 0.027
Si -0.042 1.918 12.256 0.004 -0.003 -0.008
Si -0.002 5.775 12.226 -0.003 0.009 -0.032
Si -0.02 -5.797 12.255 -0.028 0.009 -0.013
Si 0.035 -1.949 12.259 -0.009 0.011 -0.015
Si 3.83 1.905 12.265 0.017 0.001 -0.032
Si 3.795 5.765 12.262 -0.004 0.005 -0.013
Si 3.862 -5.774 12.242 0.019 -0.005 -0.011
Si 3.832 -1.921 12.315 0.016 -0.002 -0.008
Si 7.631 1.912 12.214 -0.033 0.013 -0.019
Si 7.639 5.763 12.186 -0.009 -0.001 -0.034
Si 7.663 -5.747 12.207 -0.021 -0.02 -0.018
Si 7.665 -1.905 12.251 -0.012 -0.015 -0.034
Si 11.579 1.918 12.186 0.023 0.006 -0.016
Si 11.557 5.779 12.148 0.025 -0.021 -0.021
Si 11.58 -5.773 12.179 0.014 0.009 -0.026
Si 11.543 -1.917 12.186 0.007 -0.015 -0.034
Si -1.949 1.908 13.655 -0.019 0.006 0.092
Si -1.938 5.788 13.538 -0.003 0.038 0.006
Si -1.933 -5.799 13.65 -0.014 -0.006 -0.006
Si -1.911 -1.998 13.555 -0.031 -0.024 -0.027
Si 1.884 1.911 13.607 0.007 0.008 -0.029
Si 1.865 5.739 13.662 0.009 -0.002 0.001
Si 1.928 -5.826 13.579 0.004 -0.019 -0.012
Si 1.911 -1.921 13.722 -0.019 -0.028 0.039
Si 5.738 1.888 13.647 0.015 -0.014 0.062
Si 5.732 5.79 13.579 0.005 -0.033 0.024
Si 5.774 -5.716 13.626 0.001 -0.002 0.011
Si 5.768 -1.91 13.673 0.032 0.032 0.008
Si 9.618 1.893 13.454 -0.029 -0.027 -0.017
Si 9.614 5.746 13.444 -0.003 0.025 0.018
Si 9.638 -5.767 13.47 0.001 0.02 -0.022
Si 9.628 -1.88 13.553 -0.009 -0.02 0.024
Si -1.902 -0.122 14.921 -0.026 0.029 0.001
Si -2.002 3.933 14.941 0.004 -0.025 -0.027
Si -1.984 -7.754 14.988 0.003 -0.004 -0.025
Si -1.899 -3.862 15.004 -0.001 0.011 0.001
Si 1.882 0.079 15.074 0.003 -0.028 0.018
Si 1.78 3.786 15.022 -0.008 0.014 -0.026
Si 1.897 -7.706 15.011 -0.051 -0.002 -0.014
Si 1.938 -3.958 14.98 -0.011 0.03 -0.014
Si 5.755 -0.016 15.092 -0.008 0.005 -0.03
Si 5.652 3.861 14.927 -0.043 -0.009 -0.022
Si 5.773 -7.662 14.929 0.003 -0.018 -0.045
Si 5.794 -3.816 15.059 -0.01 -0.023 -0.02
Si 9.602 0.067 14.911 0.022 -0.055 -0.006
Si 9.614 3.806 14.75 0.021 0.004 0.024
Si 9.607 -7.718 14.756 -0.017 -0.006 -0.071
Si 9.669 -3.852 14.816 0.044 -0.029 -0.022
Si -0.092 -0.046 16.435 0.023 0.042 0.023
Si -0.173 3.756 16.416 -0.005 -0.06 0.024
Si 0.085 5.693 17.706 0.032 0.022 0.012
Si 0.029 -3.937 16.379 -0.023 0.011 -0.003
Si 3.817 0.061 16.486 0.007 0 -0.007
Si 3.968 2.069 17.807 -0.023 -0.084 0.054
Si 1.853 -6.152 18.955 0.01 0.138 -0.706
Si 3.834 -3.854 16.406 0.013 0.014 0.004
Si 7.752 0.036 16.389 0.007 -0.041 0.051
Si 8.064 5.763 17.414 0.034 -0.012 0.043
Si 7.761 -7.673 16.168 0.011 0.058 0.052
Si 7.838 -3.84 16.265 0.009 -0.015 0.064
Si 11.508 -0.006 16.297 0.041 0.016 0.002
Si 11.416 3.954 16.246 -0.009 0.044 0.046
Si 10.832 -5.828 17.551 -0.176 0.089 -0.559
Si 11.46 -3.857 16.359 0.016 -0.036 0.056
Si -1.021 1.845 17.635 -0.002 -0.015 -0.028
Si -0.065 -7.75 16.36 -0.002 0.028 -0.023
Si -0.176 -5.861 17.791 -0.048 0.006 0.109
Si 0.679 -2.015 17.605 0.282 0.134 -0.581
Si 3.721 3.877 16.332 0.001 0.04 -0.009
Si 4.016 5.791 17.66 -0.013 0.002 -0.018
Si 3.887 -7.672 16.312 -0.02 0.03 0.031
Si 3.178 -1.936 17.645 -0.283 0.099 -0.563
Si 7.792 2.098 17.571 -0.518 -0.153 -0.297
Si 7.695 3.882 16.058 -0.03 0.024 0.024
Si 8.392 -5.806 17.467 0.272 0.048 -0.624
Si 8.497 -1.937 17.509 0.265 0.091 -0.659
Si 10.635 2.316 19.109 0.463 0.094 -0.548
Si 10.541 5.759 17.668 0 -0.024 -0.033
Si 11.331 -7.775 16.33 0.033 0.012 0.096
Si 11.466 -2.035 19.966 0.01 0.073 -0.744
Si -0.618 -1.539 20.366 -0.033 -0.062 -0.015
Si 14.039 6.068 19.444 0.342 -0.165 -0.497
Si 6.363 -5.48 19.729 -0.064 -0.032 -0.18
Si -0.317 1.557 19.838 -0.362 0.044 -0.63
Si 2.74 1.731 19.806 0.397 0.191 -0.626
Si 2.064 6.079 18.971 0.123 -0.157 -0.615
Si 3.848 -5.803 17.752 -0.41 0.076 -0.298
Si 3.987 -0.974 20.369 0.04 0.04 -0.078
Si 5.976 2.877 18.82 0.079 0.159 -0.453
Si 6.083 5.321 18.736 0.005 0.001 0.021
Si 5.223 -6.672 22.109 -0.099 0.001 0.005
Si 6.807 -0.316 21.22 -0.047 0.002 -0.093
Si 12.114 2.005 17.384 0.022 -0.063 -0.011
Si 11.29 5.146 19.838 -0.286 0.406 -0.524
Si 12.994 -6.371 19.532 -0.002 0.11 -0.025
Si 10.937 -1.908 17.621 -0.023 -0.003 0.067
Si 4.762 -7.322 -5.024 -0.081 -0.034 -0.04
Si 7.076 -7.314 -6.927 -0.035 0.011 0.082
Si 1.125 -1.513 24.994 0.051 -0.015 0.05
Si 0.404 -3.334 22.803 0.059 0.001 -0.147
Si 7.879 4.663 22.874 0.071 -0.032 -0.054
Si 0.829 5.39 21.549 -0.009 0.013 -0.172
Si 3.834 -1.223 23.377 0.041 -0.027 -0.028
Si 4.798 3.098 21.522 0.103 -0.065 -0.213
Si 5.718 -9.564 21.011 0.146 0.102 -0.575
Si -0.015 5.243 -8.508 -0.028 -0.165 0.038
Si 1.648 0.921 -7.933 -0.089 0.022 0.081
Si 15.778 1.447 24.718 -0.026 0.007 0.012
Si 10.667 -9.341 22.81 0.055 -0.112 -0.286
Si 10.182 -4.097 21.523 0.017 0.023 -0.018
Si 9.632 0.17 20.926 -0.005 -0.032 -0.118
Si 3.062 -6.258 -7.376 0.161 -0.044 0.043
Si 10.263 -3.794 24.477 -0.014 -0.047 0.024
Si -4.139 -4.225 -2.14 0.325 0.258 0.68
Si 14.759 2.813 22.257 -0.078 0.03 -0.027
Si 10.853 -6.245 23.289 -0.059 -0.035 -0.05
Si 2.79 -1.294 -6.152 -0.001 0.061 -0.081
Si 13.737 -5.973 22.63 0.045 -0.063 -0.128
Si 12.758 -1.411 -7.112 -0.082 -0.05 0.088
Si 0.145 -7.071 -8.161 -0.086 0.046 0.003
Si 12.07 3.624 23.744 -0.028 -0.029 0.106
Si -3.887 4.804 -4.938 -0.045 -0.019 0.05
Si -2.278 -6.442 -6.199 0.001 0.089 -0.022
Si 4.507 0.457 -4.517 0.079 0.057 0.044
Si 9.427 2.103 23.168 0.006 0.127 -0.072
Si 0.319 -2.652 -7.028 0.036 -0.038 -0.072
Si 5.581 1.171 23.586 -0.029 -0.049 -0.047
Si 8.188 -1.571 -7.327 -0.168 -0.013 -0.022
Si 7.549 -2.937 20.339 0.062 0.025 -0.089
Si 6.754 -4.217 -6.582 0.031 -0.09 -0.013
Si 4.135 -3.416 -7.755 0.111 -0.048 -0.055
Si -1.34 1.243 -6.919 0.072 0.005 0.038
Si 8.773 -9.243 -5.4 -0.03 -0.045 0.109
Si 16.139 -7.564 23.184 -0.008 -0.025 0.008
Si 17.654 -5.34 21.71 0.083 0.058 -0.021
Si 7.177 3.56 -4.945 0.053 -0.035 0.13
Si -2.348 -8.286 -3.946 -0.176 0.195 0.519
Si -2.86 -2.215 -4.173 -0.061 0.043 0.054
Si 4.188 3.421 -4.953 -0.037 -0.02 0.085
Si 5.779 -4.782 -3.78 0.014 0.121 0.117
Si 1.74 3.551 -6.505 -0.049 -0.035 -0.007
Si -0.055 1.985 -4.371 -0.009 0.066 0.097
Si -2.619 3.914 -7.716 -0.036 0.017 0.051
Si 7.5 0.487 -5.14 -0.15 0.043 0.074
Si 11.447 -0.118 -2.114 0.204 -0.033 0.64
Si 10.884 2.894 -2.559 0.027 0.072 0.161
Si 11.406 -7.24 -2.015 0.173 0.011 0.666
Si 12.406 -3.726 0.155 0.212 -0.172 0.615
Si 14.622 0.036 0.161 -0.17 -0.07 0.657
Si 15.681 3.786 -2.02 -0.292 -0.049 0.602
Si 15.667 -8.483 -2.789 -0.014 -0.019 0.181
Si 15.926 -3.529 -2.147 -0.317 0.023 0.629
Si 19.095 -0.372 -1.861 0.283 0.102 0.632
Si 18.719 3.967 -1.965 0.332 -0.247 0.481
Si 18.627 -8.366 -2.685 0.117 0.119 0.115
Si 19.056 -3.494 -1.877 0.219 -0.121 0.733
Si 23.659 -0.535 -2.01 -0.31 0.215 0.6
Si 23.541 3.918 -1.916 -0.395 -0.056 0.445
Si 23.955 -8.486 -2.417 -0.099 -0.088 0.036
Si 23.332 -3.609 -1.865 -0.21 0.001 0.633
Si 16.07 -0.383 -2.505 -0.075 -0.018 0.095
Si 14.686 3.828 0.092 -0.013 -0.011 0.028
Si 14.633 -7.678 0.085 -0.216 0.019 0.67
Si 14.828 -3.781 -0.003 0.033 -0.006 -0.016
Si 19.427 -1.909 1.461 -0.028 0.002 -0.015
Si 19.915 3.776 0.048 0.018 0.009 0.061
Si 19.866 -7.65 0.029 0.267 -0.082 0.558
Si 19.97 -3.83 0.22 0.011 0.035 0.008
Si 22.517 -0.041 0.053 -0.026 -0.059 -0.012
Si 22.344 3.798 0.078 -0.061 -0.002 0.061
Si 22.977 -5.827 1.298 0.046 -0.035 -0.064
Si 22.373 -3.828 0.224 -0.024 0.019 0.025
Si 27.67 -0.003 0.139 0.022 -0.034 0.011
Si 27.661 3.856 0.082 0.181 -0.009 0.578
Si 27.576 -7.62 0.249 0.019 0.023 0.035
Si 29.957 -4.189 -4.739 -0.06 0.028 0.054
Si 15.274 1.941 1.371 0.042 0.02 -0.054
Si 15.258 5.776 1.314 0.011 -0.019 -0.091
Si 15.321 -5.731 1.268 0.014 0.006 -0.089
Si 15.335 -1.894 1.338 0.02 -0.02 -0.085
Si 19.385 1.897 1.361 -0.007 -0.006 -0.086
Si 19.32 5.757 1.257 -0.022 -0.012 -0.081
Si 19.349 -5.778 1.368 -0.036 -0.046 -0.053
Si 20.063 -0.031 0.185 0.097 -0.015 0.057
Si 22.99 1.897 1.331 -0.015 0.003 -0.09
Si 22.92 5.754 1.309 0.02 0.006 -0.088
Si 22.29 -7.737 0.012 -0.155 0.05 0.594
Si 22.988 -1.908 1.437 0.008 0.024 -0.004
Si 27.051 1.936 1.341 -0.024 0.026 -0.069
Si 26.998 5.765 1.339 -0.023 0.012 -0.067
Si 27.048 -5.664 1.411 -0.006 0.016 -0.012
Si 27.064 -1.923 1.358 -0.042 0.02 -0.072
Si 13.445 1.949 2.839 -0.004 -0.024 -0.036
Si 13.431 5.788 2.792 -0.013 0.009 -0.039
Si 13.522 -5.709 2.814 0.011 -0.013 -0.033
Si 13.54 -1.891 2.879 0.005 0.018 -0.034
Si 17.327 1.925 2.567 0.002 -0.025 0.045
Si 17.304 5.769 2.531 0.01 0.007 0.029
Si 17.313 -5.757 2.565 -0.014 0.013 0.028
Si 17.348 -1.895 2.595 0.003 0.015 0.043
Si 21.189 1.911 2.851 0.002 0.002 -0.043
Si 21.113 5.781 2.801 -0.008 0.023 -0.011
Si 21.182 -5.806 2.831 0.008 -0.022 -0.018
Si 21.207 -1.905 2.952 0.016 -0.022 -0.077
Si 25.017 1.929 2.571 0.005 0.003 0.036
Si 24.961 5.763 2.559 -0.002 -0.002 0.034
Si 24.99 -5.754 2.581 -0.011 0.033 0.018
Si 25.038 -1.924 2.607 -0.011 -0.005 0.029
Si 13.484 0.038 4.178 0.012 0.004 0.038
Si 13.452 3.88 4.145 -0.009 0.001 0.02
Si 13.468 -7.664 4.113 -0.009 0.007 0.008
Si 13.509 -3.822 4.181 0.015 -0.002 0.028
Si 17.324 0.021 3.984 0 0.003 0.004
Si 17.318 3.858 3.949 -0.003 0.002 -0.032
Si 17.307 -7.694 3.939 0.013 0.005 -0.004
Si 17.325 -3.836 3.968 0.011 -0.003 -0.021
Si 21.172 0.029 4.223 -0.005 -0.008 0.019
Si 21.155 3.857 4.139 -0.007 0.035 -0.012
Si 21.147 -7.709 4.161 0.002 -0.019 0.025
Si 21.184 -3.878 4.178 0.008 -0.008 -0.008
Si 25.02 0.012 3.985 -0.01 -0.005 -0.009
Si 24.995 3.85 3.971 -0.003 0.009 -0.003
Si 24.997 -7.692 3.962 0.005 -0.008 -0.008
Si 25.002 -3.846 3.999 -0.002 -0.02 -0.002
Si 15.451 0.029 5.437 0.025 0.003 0.024
Si 15.434 3.863 5.399 0.047 -0.013 0.024
Si 15.432 -7.686 5.397 0.034 0.003 0.023
Si 15.468 -3.833 5.441 0.024 0.016 0.019
Si 19.186 0.021 5.449 -0.052 -0.006 0.027
Si 19.187 3.855 5.412 -0.046 0.009 0.033
Si 19.173 -7.687 5.414 -0.03 -0.006 0.033
Si 19.2 -3.847 5.423 -0.051 -0.002 0.018
Si 23.148 0.02 5.453 0.03 -0.009 0.021
Si 23.114 3.859 5.42 0.05 0.01 0.027
Si 23.119 -7.694 5.422 0.017 0.002 0.026
Si 23.133 -3.847 5.457 0.037 0.005 0.013
Si 26.885 0.011 5.452 -0.026 0.002 0.022
Si 26.873 3.848 5.436 -0.023 -0.005 0.021
Si 26.869 -7.691 5.436 -0.032 -0.006 0.025
Si 26.882 -3.847 5.454 -0.042 0.004 0.021
Si 15.343 1.936 12.287 0.009 0.017 -0.008
Si 15.394 5.802 12.25 -0.014 0.011 -0.026
Si 15.361 -5.776 12.294 -0.03 -0.001 -0.008
Si 15.412 -1.924 12.282 -0.021 0.013 -0.008
Si 19.214 1.933 12.266 0.009 -0.015 -0.038
Si 19.211 5.774 12.274 0.006 0.026 -0.007
Si 19.246 -5.755 12.214 0.015 0.002 -0.02
Si 19.246 -1.877 12.299 0.015 -0.009 -0.021
Si 23.018 1.944 12.194 -0.034 0.014 -0.028
Si 23.044 5.779 12.196 -0.015 -0.008 -0.04
Si 23.047 -5.732 12.173 -0.03 -0.013 -0.021
Si 23.051 -1.891 12.225 -0.031 0.007 -0.03
Si 26.968 1.921 12.198 0.027 0.004 -0.026
Si 26.951 5.79 12.176 0.01 -0.02 -0.026
Si 26.972 -5.757 12.197 0.027 -0.001 -0.025
Si 26.944 -1.921 12.221 0.011 0.002 -0.027
Si 13.416 1.94 13.669 -0.033 -0.009 0.068
Si 13.442 5.818 13.545 -0.004 0.042 0.021
Si 13.411 -5.797 13.666 -0.006 -0.007 -0.009
Si 13.439 -1.979 13.562 -0.01 -0.039 -0.008
Si 17.282 1.931 13.633 0 0.006 -0.006
Si 17.285 5.771 13.67 0.025 -0.005 0.032
Si 17.34 -5.787 13.585 -0.009 -0.011 0.015
Si 17.333 -1.868 13.692 0.004 -0.02 0.035
Si 21.132 1.929 13.626 0.004 -0.006 0.048
Si 21.151 5.779 13.601 0.031 -0.014 0.01
Si 21.159 -5.705 13.578 -0.005 0.006 0.008
Si 21.18 -1.861 13.67 0.05 0.019 -0.001
Si 24.99 1.932 13.444 -0.021 -0.016 0.008
Si 25.008 5.792 13.477 0.003 0.019 0.005
Si 25.002 -5.715 13.454 -0.004 0.023 0.006
Si 24.989 -1.879 13.547 -0.01 -0.016 0.015
Si 13.414 -0.095 14.918 -0.036 0.026 0.008
Si 13.397 3.974 14.951 0.001 -0.028 0.01
Si 13.357 -7.746 15.028 -0.002 0.011 -0.01
Si 13.413 -3.855 15.001 -0.021 0.006 -0.04
Si 17.3 0.087 15.095 0.012 -0.009 0.008
Si 17.231 3.82 15.037 -0.019 0.022 -0.021
Si 17.323 -7.669 15.018 -0.024 0.021 -0.026
Si 17.39 -3.879 14.941 0.013 0.014 -0.039
Si 21.178 0.058 15.079 -0.03 -0.018 -0.041
Si 21.092 3.851 14.973 -0.05 -0.01 -0.012
Si 21.172 -7.639 14.889 0.003 -0.012 -0.042
Si 21.195 -3.804 14.993 -0.003 -0.01 -0.027
Si 24.94 0.082 14.863 0.01 -0.03 -0.051
Si 25.01 3.836 14.767 0.023 0.032 -0.04
Si 24.999 -7.634 14.762 -0.03 -0.009 -0.089
Si 25.008 -3.829 14.847 -0.008 -0.006 -0.065
Si 15.26 -0.027 16.355 0.065 -0.024 0.023
Si 15.27 3.825 16.393 -0.015 -0.021 -0.01
Si 15.525 5.767 17.682 0.08 0 0.026
Si 15.424 -3.898 16.209 -0.001 0.027 0.021
Si 19.275 0.118 16.49 -0.038 -0.044 0.02
Si 19.504 2.084 17.866 0.01 -0.07 0.021
Si 17.293 -6.063 18.841 -0.14 0.183 -0.747
Si 19.294 -3.822 16.376 -0.001 0.032 0.02
Si 23.147 0.158 16.417 0.007 -0.032 0.085
Si 23.4 5.815 17.367 0.032 -0.065 0.047
Si 23.127 -7.621 16.16 0.006 0.069 0.045
Si 23.147 -3.821 16.307 0.016 0.032 0.044
Si 26.928 0.068 16.07 -0.013 -0.05 0.006
Si 26.807 3.955 16.275 -0.018 0.018 0.039
Si 26.649 -5.733 17.496 0.227 -0.087 -0.757
Si 26.952 -3.836 16.17 -0.017 -0.015 0.048
Si 14.505 1.883 17.552 -0.033 0.021 0.016
Si 15.328 -7.709 16.32 0.014 0.018 -0.007
Si 15.328 -5.743 17.631 0.497 -0.123 -0.225
Si 15.688 -2.035 17.572 -0.247 0.157 -0.664
Si 19.168 3.878 16.382 0.008 0.053 0.001
Si 19.46 5.803 17.695 -0.029 0.032 0
Si 19.334 -7.673 16.316 -0.038 0.027 0.007
Si 18.87 -1.898 17.689 0.294 0.09 -0.709
Si 23.457 2.162 17.725 0.053 -0.034 -0.029
Si 23.133 3.869 16.128 0.023 0.039 -0.002
Si 23.547 -5.785 17.58 -0.33 0.066 -0.842
Si 23.551 -1.866 17.563 -0.276 0.053 -0.769
Si 25.592 2.17 18.955 -0.058 -0.414 -0.285
Si 25.853 -9.528 17.477 -0.119 -0.088 -0.641
Si 26.8 -7.712 16.246 0.031 -0.055 0.095
Si 27.267 -1.791 20.256 0.017 0.048 -0.088
Si 14.523 -1.583 20.318 -0.024 -0.035 -0.027
Si 29.428 5.948 19.488 0.279 -0.156 -0.519
Si 21.555 -5.487 19.885 -0.11 -0.047 -0.148
Si 15.189 1.442 19.726 -0.294 0.049 -0.599
Si 18.273 1.688 19.854 0.384 0.223 -0.575
Si 17.498 6.169 18.963 0.077 -0.207 -0.631
Si 19.264 -5.77 17.694 -0.333 0.018 -0.406
Si 19.569 -0.977 20.42 -0.006 0.046 -0.068
Si 21.542 2.888 18.902 0.025 0.135 -0.443
Si 21.51 5.342 18.819 0.069 0.036 -0.015
Si 20.455 -6.754 22.285 -0.095 0.014 -0.028
Si 22.337 -0.335 21.427 -0.032 0.01 -0.019
Si 27.329 1.941 17.398 0.07 0.028 0.048
Si 26.701 4.928 20.086 -0.03 -0.047 -0.035
Si 29.005 -6.375 19.288 0.459 0.14 -0.438
Si 26.683 -1.848 17.353 0.169 -0.006 -0.765
Si 20.208 -7.308 -4.993 -0.054 0.007 -0.004
Si 22.476 -7.274 -6.929 -0.012 0.02 0.065
Si 16.513 -1.539 24.903 0.041 0.012 -0.009
Si 15.618 -3.399 22.745 0.019 0.008 -0.163
Si 23.379 4.901 22.955 0.124 -0.005 -0.069
Si 16.182 5.438 21.5 0.004 0.031 -0.208
Si 19.281 -1.357 23.341 0.019 0.004 0.001
Si 20.34 3.026 21.623 0.098 -0.107 -0.193
Si 21.182 -9.552 21.122 0.129 0.062 -0.63
Si 15.354 5.225 -8.314 -0.042 -0.141 -0.051
Si 17.024 0.961 -7.963 -0.084 -0.006 0.116
Si 31.138 1.457 24.972 -0.027 0.036 0.018
Si 26.188 -9.324 23.046 -0.003 -0.107 -0.148
Si 25.562 -3.925 21.471 -0.064 0.038 0.038
Si 25.181 0.589 20.611 0.135 0.23 -0.496
Si 18.533 -6.359 -7.379 0.155 -0.038 0.049
Si 25.682 -3.842 24.457 0.026 0.016 -0.013
Si 10.957 -4.209 -2.462 -0.013 0.067 0.063
Si 30.149 2.902 22.49 -0.14 0.067 -0.043
Si 26.443 -6.154 23.017 -0.066 -0.078 -0.01
Si 18.169 -1.333 -6.284 0.018 0.06 -0.105
Si 29.437 -5.841 22.397 -0.012 -0.111 -0.108
Si 28.151 -1.391 -6.953 -0.139 -0.052 0.093
Si 15.59 -7.06 -8.125 -0.076 0.026 -0.008
Si 27.6 3.854 24.163 0.117 -0.052 0.035
Si 11.442 4.638 -5.076 -0.06 0.027 0.085
Si 13.065 -6.45 -6.263 0.007 0.115 -0.015
Si 19.902 0.408 -4.571 0.066 0.037 0.033
Si 24.993 2.323 23.143 -0.047 0.129 0.002
Si 15.649 -2.733 -6.837 -0.006 -0.06 -0.084
Si 21.016 1.037 23.718 -0.043 0 0.011
Si 23.712 -1.498 -6.926 -0.163 0.001 0.017
Si 22.84 -2.892 20.359 0.126 -0.058 -0.022
Si 22.13 -4.163 -6.552 0.027 -0.072 0.01
Si 19.586 -3.489 -7.956 0.126 0.054 -0.008
Si 14.033 1.294 -6.983 0.086 0.03 0.065
Si 24.187 -9.214 -5.404 -0.037 -0.043 0.126
Si 31.693 -7.573 23.234 -0.079 0.015 -0.06
Si -28.235 -5.26 21.842 0.02 0.082 -0.124
Si 22.614 3.582 -4.885 0.085 -0.051 0.109
Si 13.123 -8.58 -4.267 0.122 -0.004 0.057
Si 12.179 -2.25 -4.284 -0.077 0.05 0.057
Si 19.622 3.37 -4.922 -0.001 -0.016 0.097
Si 21.183 -4.773 -3.769 0.058 0.165 0.161
Si 17.173 3.498 -6.405 -0.057 -0.037 -0.004
Si 15.319 1.913 -4.367 -0.005 0.02 0.088
Si 12.713 3.925 -7.792 -0.005 -0.041 0.096
Si 22.915 0.519 -4.828 -0.022 0.035 0.109
Si 26.829 -0.018 -2.041 0.13 -0.029 0.655
Si 26.277 2.965 -2.517 0.031 0.078 0.164
Si 26.782 -7.225 -1.883 0.188 -0.054 0.678
Si 27.636 -3.79 0.025 -0.009 -0.017 0.029
Si 30.069 -0.03 0.148 -0.206 0.053 0.685
Si 31.048 3.81 -1.963 -0.298 -0.029 0.603
Si 31.016 -8.454 -2.697 -0.026 -0.04 0.231
Si 31.791 -3.543 -2.557 0.012 0.114 0.18
Si -26.847 -0.313 -1.86 0.283 0.108 0.747
Si -27.461 3.986 -1.931 0.342 -0.23 0.496
Si -27.573 -8.321 -2.63 0.122 0.085 0.125
Si -26.677 -3.473 -2.102 0.574 -0.453 0.139
Si -22.305 -0.661 -2.384 -0.077 -0.008 0.095
Si -22.612 3.896 -1.872 -0.414 -0.078 0.437
Si -22.208 -8.493 -2.31 -0.083 -0.099 0.043
Si -22.787 -3.65 -1.855 -0.171 0.09 0.624
Si 31.679 -0.399 -2.537 -0.104 -0.026 0.189
Si 30.067 3.824 0.147 -0.018 -0.027 0.036
Si 29.979 -7.697 0.183 -0.213 -0.019 0.697
Si 30.103 -3.837 0.172 -0.407 0.016 0.619
Si 34.774 -1.952 1.441 -0.01 0.019 -0.014
Si 35.291 3.784 0.079 -0.02 0.01 0.055
Si 35.231 -7.655 0.093 0.254 -0.1 0.582
Si 35.402 -3.843 0.159 0.012 0.019 0.066
Si -23.735 0.007 0.318 -0.271 -0.107 0.581
Si -23.834 3.792 0.115 -0.034 0.031 0.059
Si -23.186 -5.826 1.309 0.028 -0.042 -0.073
Si -23.743 -3.801 0.254 -0.013 0.012 0
Si -18.536 -0.027 0.115 0.021 -0.024 0.007
Si -18.509 3.829 0.088 0.168 0.004 0.595
Si -18.546 -7.649 0.226 0.051 0.014 0.051
Si -16.165 -4.266 -4.861 -0.079 -0.024 0.041
Si 30.668 1.905 1.369 0.037 -0.009 -0.076
Si 30.636 5.757 1.381 0.012 -0.006 -0.104
Si 30.648 -5.776 1.394 0.017 -0.005 -0.096
Si 30.673 -1.922 1.425 -0.006 -0.023 -0.102
Si 34.735 1.928 1.418 -0.007 -0.01 -0.049
Si 34.692 5.749 1.306 -0.013 0 -0.089
Si 34.723 -5.754 1.371 -0.017 -0.048 -0.032
Si 35.413 -0.006 0.293 0.065 0.011 0.007
Si -23.204 1.959 1.471 -0.021 0.002 -0.078
Si 38.293 5.751 1.341 0.014 -0.006 -0.082
Si -23.904 -7.747 0.048 -0.142 0.077 0.606
Si -23.177 -1.924 1.528 -0.004 0.048 -0.045
Si -19.137 1.914 1.338 -0.028 0.022 -0.068
Si -19.167 5.751 1.329 -0.027 0.01 -0.068
Si -19.131 -5.715 1.419 -0.008 0.019 -0.011
Si -19.138 -1.927 1.37 -0.036 0.008 -0.064
Si 28.851 1.924 2.858 0.004 -0.021 -0.035
Si 28.812 5.763 2.857 -0.018 0.006 -0.035
Si 28.852 -5.733 2.902 -0.037 -0.019 -0.038
Si 28.848 -1.924 2.89 -0.036 0.015 -0.026
Si 32.69 1.925 2.611 -0.006 -0.001 0.034
Si 32.683 5.757 2.583 0.013 0.009 0.034
Si 32.693 -5.759 2.604 -0.012 0.022 0.022
Si 32.719 -1.93 2.627 -0.015 -0.016 0.024
Si -25.026 1.946 2.934 -0.027 -0.024 -0.045
Si 36.49 5.777 2.838 -0.002 0.027 -0.01
Si -24.991 -5.798 2.84 0.005 -0.011 -0.031
Si -25.009 -1.927 2.973 -0.022 -0.01 -0.077
Si -21.143 1.937 2.625 0.008 -0.005 0.027
Si -21.201 5.756 2.571 -0.01 0 0.038
Si -21.181 -5.783 2.599 -0.013 0.04 0.025
Si -21.128 -1.93 2.663 -0.006 0 0.037
Si 28.846 0.009 4.19 0.002 -0.002 0.017
Si 28.845 3.846 4.183 0.009 -0.006 0.017
Si 28.834 -7.691 4.175 0.007 0.012 0.019
Si 28.869 -3.829 4.228 0.03 0 0.017
Si 32.702 0.002 4.004 0.013 0.001 -0.011
Si 32.69 3.849 3.999 -0.008 -0.002 -0.026
Si 32.697 -7.699 3.977 0.006 0.014 -0.016
Si 32.702 -3.851 4.013 -0.001 -0.001 -0.014
Si -25.02 0.017 4.241 -0.004 0.002 0.04
Si 36.521 3.88 4.209 -0.007 0.02 -0.003
Si 36.524 -7.702 4.174 0.011 -0.018 0.027
Si -24.995 -3.889 4.208 0.013 -0.003 -0.005
Si -21.152 0.01 4.023 -0.019 0 -0.003
Si -21.16 3.857 4.006 0 0.004 -0.011
Si -21.173 -7.709 3.985 0 -0.009 -0.01
Si -21.163 -3.87 4.02 0.005 -0.019 -0.013
Si 30.822 0.004 5.447 0.027 -0.002 0.027
Si 30.815 3.85 5.448 0.047 -0.004 0.033
Si 30.817 -7.692 5.432 0.025 0.003 0.024
Si 30.841 -3.838 5.474 0.013 0.006 0.024
Si -26.992 0.006 5.478 -0.029 -0.008 0.023
Si 34.557 3.854 5.465 -0.039 0.009 0.032
Si 34.562 -7.694 5.445 -0.011 -0.004 0.035
Si -26.97 -3.864 5.458 -0.043 0.003 0.03
Si -23.036 0.006 5.469 0.01 -0.01 0.013
Si -23.049 3.854 5.454 0.04 0.007 0.027
Si -23.054 -7.703 5.441 0.011 -0.002 0.03
Si -23.038 -3.859 5.473 0.027 0.009 0.016
Si -19.278 0.003 5.466 -0.018 0.001 0.029
Si -19.28 3.844 5.452 -0.02 -0.002 0.025
Si -19.292 -7.703 5.443 -0.033 -0.005 0.025
Si -19.28 -3.862 5.461 -0.034 0.001 0.029
Si 30.757 1.933 12.261 0.015 0.007 -0.019
Si 30.792 5.779 12.248 -0.01 0.002 -0.033
Si 30.783 -5.785 12.271 -0.012 0.01 -0.017
Si 30.845 -1.931 12.281 0.002 0.009 -0.02
Si -26.93 1.896 12.313 0.004 -0.006 -0.038
Si 34.601 5.749 12.299 0.008 0.002 -0.013
Si -26.907 -5.756 12.276 0.015 -0.007 -0.013
Si -26.917 -1.907 12.376 0.015 0.001 -0.018
Si -23.125 1.907 12.217 -0.024 0.007 -0.013
Si -23.126 5.763 12.185 -0.016 0.01 -0.035
Si -23.098 -5.742 12.207 -0.021 -0.02 -0.016
Si -23.098 -1.909 12.263 -0.017 -0.014 -0.034
Si -19.182 1.902 12.187 0.019 0.008 -0.016
Si -19.216 5.772 12.134 0.02 -0.023 -0.014
Si -19.186 -5.763 12.177 0.01 0.008 -0.031
Si -19.212 -1.933 12.219 0.016 -0.013 -0.035
Si 28.846 1.964 13.632 -0.018 -0.015 0.088
Si 28.853 5.797 13.556 -0.008 0.036 0.005
Si 28.856 -5.812 13.627 -0.01 -0.005 0.001
Si 28.892 -1.97 13.549 -0.032 -0.025 -0.019
Si 32.662 1.878 13.65 0.013 -0.013 0.005
Si 32.666 5.726 13.68 0.027 0.01 0.014
Si 32.716 -5.781 13.631 -0.001 -0.011 0.012
Si 32.707 -1.905 13.783 -0.006 -0.013 0.042
Si -24.994 1.883 13.664 0.003 0.007 0.06
Si 36.55 5.768 13.615 0.023 -0.041 0.016
Si -24.976 -5.708 13.627 0.001 0.004 0.016
Si -24.961 -1.892 13.724 0.038 0.028 0.018
Si -21.138 1.878 13.454 -0.029 -0.026 0.005
Si -21.154 5.764 13.433 -0.014 0.008 0.01
Si -21.124 -5.742 13.468 0.022 0.017 -0.022
Si -21.142 -1.891 13.566 -0.016 -0.01 0.015
Si 28.899 -0.055 14.862 -0.018 0.023 -0.021
Si 28.784 3.954 14.971 0.001 -0.014 -0.017
Si 28.824 -7.746 15 -0.003 0.015 -0.01
Si 28.919 -3.873 14.938 0.005 0.023 -0.03
Si 32.672 0.068 15.175 -0.002 -0.029 -0.002
Si 32.572 3.76 15.036 -0.028 0.037 -0.039
Si 32.712 -7.7 15 -0.036 -0.009 -0.021
Si 32.748 -3.915 15.075 -0.02 0.026 -0.024
Si -24.931 0.017 15.143 -0.016 -0.016 -0.034
Si -25.047 3.831 14.971 -0.033 0.005 -0.06
Si -24.965 -7.656 14.916 0.008 -0.04 -0.025
Si -24.923 -3.82 15.075 -0.012 -0.007 -0.041
Si -21.162 0.051 14.914 0.03 -0.053 -0.017
Si -21.139 3.813 14.711 0.045 0.055 -0.004
Si -21.147 -7.689 14.737 -0.038 -0.02 -0.083
Si -21.092 -3.847 14.846 0.036 -0.034 -0.027
Si 30.614 -0.025 16.475 0.082 -0.018 0.052
Si 30.624 3.759 16.438 -0.002 -0.054 0.039
Si 30.915 5.703 17.709 0.06 0.006 0.003
Si 30.773 -3.957 16.402 -0.006 0.031 0.023
Si 34.689 0.092 16.525 -0.062 -0.045 0.04
Si 34.894 2.088 17.849 0.066 -0.083 0.028
Si 32.784 -6.124 18.968 -0.002 0.138 -0.708
Si 34.711 -3.859 16.456 0.006 0.023 0.03
Si -22.933 0.089 16.478 0.018 -0.006 0.087
Si -22.632 5.792 17.329 0.047 0.007 0.099
Si -22.981 -7.63 16.152 0.012 0.07 0.036
Si -22.906 -3.836 16.323 0.012 -0.014 0.075
Si -19.257 -0.02 16.274 0.031 0.016 -0.015
Si -19.336 3.999 16.181 -0.082 0.061 0.049
Si -19.906 -5.804 17.539 -0.206 0.086 -0.561
Si -19.288 -3.836 16.368 0.028 -0.039 0.055
Si 29.76 1.875 17.684 -0.002 -0.007 -0.017
Si 30.772 -7.76 16.349 0 0.02 -0.018
Si 30.761 -5.888 17.78 -0.016 -0.001 0.111
Si 31.063 -2.039 17.725 -0.327 0.117 -0.687
Si 34.533 3.828 16.315 0.026 0.004 0.008
Si 34.803 5.758 17.572 0.015 0.028 -0.057
Si 34.703 -7.674 16.291 -0.043 0.025 0.005
Si 34.283 -1.914 17.747 0.369 0.069 -0.725
Si -22.674 2.146 17.727 0.053 -0.092 -0.026
Si -22.983 3.838 16.104 -0.063 0.024 0.051
Si -22.344 -5.809 17.524 0.24 0.05 -0.616
Si -22.265 -1.929 17.58 0.257 0.106 -0.631
Si -20.482 2.35 18.837 -0.132 0.182 -0.78
Si -20.192 5.806 17.619 -0.017 -0.063 -0.041
Si -19.416 -7.738 16.297 0.035 0.019 0.082
Si -19.278 -1.97 19.989 -0.01 0.029 -0.753
Si 30.202 -1.473 20.587 -0.044 -0.022 -0.115
Si -16.808 5.986 19.441 0.381 -0.192 -0.53
Si -24.338 -5.57 19.813 -0.042 -0.056 -0.143
Si 30.559 1.576 19.867 -0.368 0.075 -0.576
Si -27.935 1.767 19.816 0.339 0.198 -0.593
Si 32.907 6.098 18.973 0.097 -0.136 -0.592
Si 34.748 -5.829 17.758 -0.447 0.067 -0.288
Si -26.722 -0.9 20.47 0.019 0.027 -0.096
Si -24.607 2.92 18.861 0.069 0.1 -0.611
Si 36.93 5.347 18.544 0.143 -0.344 -0.535
Si -25.471 -6.607 22.365 -0.036 0.073 -0.122
Si -23.946 -0.326 21.436 -0.017 -0.008 -0.053
Si -18.769 2.031 17.312 0.116 -0.084 -0.026
Si -19.576 5.111 19.8 -0.261 0.373 -0.521
Si -17.741 -6.433 19.508 0.011 0.076 -0.086
Si -19.821 -1.898 17.648 -0.051 0.018 0.073
Si -26.107 -7.066 -4.875 0.007 -0.016 -0.012
Si -23.669 -7.115 -6.714 -0.052 0.017 0.037
Si 26.768 -5.518 -8.543 0.017 -0.005 0.006
Si 31.306 -3.317 22.876 -0.026 -0.027 -0.118
Si -22.793 4.726 23.004 0.122 -0.031 -0.017
Si 31.636 5.363 21.53 -0.003 -0.011 -0.227
Si -26.962 -1.228 23.43 0.048 -0.008 -0.027
Si -25.861 3.108 21.58 0.049 -0.094 -0.2
Si -25.051 -9.434 21.412 0.055 0.103 0.059
Si 30.78 5.328 -8.253 -0.087 -0.223 -0.048
Si 32.419 0.923 -7.843 -0.094 0.059 0.082
Si -14.977 1.398 24.749 -0.042 0.018 0.035
Si -20.042 -9.303 22.835 0.033 -0.107 -0.299
Si -20.51 -4 21.63 0.013 0.061 0.001
Si -21.147 0.226 20.899 0.025 -0.033 -0.051
Si -27.674 -6.176 -7.42 0.213 -0.064 0.024
Si -20.455 -3.761 24.599 0.025 -0.044 0.018
Si 26.478 -4.161 -2.037 0.323 0.293 0.644
Si -15.834 2.951 22.306 -0.055 0.042 -0.047
Si -19.768 -6.182 23.322 -0.04 -0.017 0.003
Si -27.968 -1.319 -6.089 0.007 0.076 -0.065
Si -16.934 -5.93 22.55 0.041 -0.022 -0.06
Si -18.003 -1.501 -6.996 -0.122 -0.051 0.107
Si 30.909 -6.924 -8.054 -0.06 0.054 -0.04
Si -18.545 3.732 23.767 0.003 -0.062 0.12
Si 26.866 4.689 -5.035 -0.095 0.036 0.09
Si 28.437 -6.343 -6.131 0.01 0.06 0.028
Si -26.163 0.446 -4.543 0.095 0.044 0.044
Si -21.158 2.214 23.153 0.012 0.126 -0.06
Si 31.056 -2.611 -6.861 0.048 -0.072 -0.09
Si -25.134 1.144 23.718 -0.001 -0.041 -0.038
Si -22.521 -1.47 -7.263 -0.156 -0.014 -0.014
Si -23.206 -2.947 20.425 0.071 0.028 -0.129
Si -23.989 -4.051 -6.382 0.022 -0.081 0.07
Si -26.527 -3.364 -7.79 0.083 -0.029 -0.046
Si 29.421 1.252 -6.889 0.053 -0.004 0.042
Si -21.954 -9.171 -5.343 -0.035 -0.046 0.131
Si -14.514 -7.532 23.397 -0.091 0.024 -0.133
Si -13.033 -5.404 21.798 -0.008 -0.041 -0.165
Si -23.576 3.644 -4.859 0.081 -0.048 0.135
Si 28.493 -8.507 -4.172 0.096 0.017 0.09
Si 27.741 -2.213 -4.062 -0.068 0.015 0.061
Si -26.561 3.388 -4.888 -0.015 -0.021 0.1
Si -25.086 -4.508 -3.54 -0.438 0.42 0.386
Si 32.524 3.525 -6.369 -0.02 -0.045 -0.004
Si 30.724 1.929 -4.3 -0.01 0.03 0.127
Si 28.146 3.871 -7.748 0.054 0.04 0.088
Si -23.185 0.568 -5.125 -0.13 0.021 0.089
Si -19.235 -0.086 -2.134 0.145 0.049 0.63
Si -19.901 2.918 -2.499 0.048 0.052 0.166
Si -19.447 -7.23 -1.852 0.258 -0.034 0.628
Si -18.581 -3.817 0.079 -0.024 -0.022 0.008
Si -16.142 -0.047 0.12 -0.186 0.06 0.692
Si -15.188 3.788 -2.024 -0.28 -0.02 0.637
Si -15.243 -8.486 -2.772 -0.043 -0.042 0.251
Si -14.528 -3.554 -2.567 -0.047 0.118 0.16
Si -11.603 -0.329 -1.825 0.307 0.119 0.679
Si -12.137 3.984 -1.989 0.338 -0.239 0.462
Si -12.337 -8.362 -2.737 0.115 0.101 0.101
Si -11.527 -3.458 -1.859 0.097 -0.088 0.727
Si -6.833 -0.652 -2.518 -0.098 -0.054 0.084
Si -7.208 3.818 -1.994 -0.399 -0.06 0.431
Si -6.499 -8.585 -2.506 -0.163 -0.025 0.088
Si -7.187 -3.619 -2.469 0.047 0.108 0.044
Si -14.567 -0.414 -2.55 -0.144 -0.021 0.17
Si -16.106 3.806 0.123 -0.013 -0.03 0.031
Si -16.139 -7.719 0.162 -0.252 -0.005 0.675
Si -16.15 -3.845 0.162 -0.281 0.003 0.7
Si -11.445 -1.89 1.533 0.001 0.026 0.013
Si -10.889 3.778 0.008 0.014 0 0.054
Si -11.221 -7.61 -0.053 -0.344 -0.111 0.749
Si -10.9 -3.809 0.336 0.02 -0.008 -0.001
Si -8.363 -0.106 0.266 -0.275 0.1 0.611
Si -8.438 3.761 0.01 -0.066 -0.003 0.046
Si -7.76 -5.8 1.353 -0.001 -0.014 -0.081
Si -8.513 -3.798 0.377 -0.183 -0.159 0.688
Si -3.118 -0.027 0.083 0.013 -0.026 0.022
Si -3.107 3.827 0.044 0.182 -0.032 0.585
Si -3.12 -7.674 0.097 0.042 -0.004 0.029
Si -0.659 -4.224 -4.901 -0.063 -0.028 0.036
Si -15.506 1.883 1.338 0.036 0.005 -0.069
Si -15.529 5.732 1.37 0.023 -0.007 -0.106
Si -15.528 -5.781 1.37 0.02 0 -0.103
Si -15.518 -1.932 1.4 0.005 -0.037 -0.098
Si -11.424 1.932 1.381 -0.018 -0.008 -0.067
Si -11.504 5.758 1.222 -0.017 -0.008 -0.084
Si -11.525 -5.781 1.398 -0.021 -0.027 -0.06
Si -10.769 -0.021 0.279 0.063 0.027 0.052
Si -7.808 1.907 1.353 -0.033 -0.04 -0.107
Si -7.8 5.705 1.262 0.02 0.003 -0.091
Si -8.08 -7.705 -0.017 0.333 -0.065 0.8
Si -7.834 -1.938 1.61 -0.009 0.011 -0.04
Si -3.736 1.911 1.298 -0.023 0.035 -0.071
Si -3.745 5.753 1.269 -0.027 0.018 -0.038
Si -3.739 -5.749 1.326 -0.017 -0.02 0.001
Si -3.767 -1.925 1.325 -0.023 -0.005 -0.059
Si -17.32 1.905 2.841 0.007 -0.027 -0.042
Si -17.354 5.747 2.847 -0.02 0.003 -0.036
Si -17.317 -5.754 2.893 -0.027 -0.014 -0.044
Si -17.334 -1.931 2.881 -0.034 0.008 -0.043
Si -13.477 1.914 2.578 -0.003 -0.002 0.04
Si -13.479 5.738 2.563 0.018 0.02 0.038
Si -13.521 -5.772 2.635 -0.021 -0.001 0.034
Si -13.505 -1.915 2.657 -0.027 -0.005 0.026
Si -9.612 1.937 2.865 -0.018 -0.042 -0.035
Si -9.657 5.793 2.725 -0.003 0.016 -0.026
Si -9.63 -5.841 2.814 -0.018 0.04 -0.033
Si -9.661 -1.912 3.038 -0.05 -0.003 -0.052
Si -5.759 1.922 2.558 -0.002 0.008 0.024
Si -5.774 5.734 2.531 -0.016 0.011 0.037
Si -5.749 -5.774 2.597 -0.013 0.006 0.011
Si -5.741 -1.93 2.657 0.017 0 0.02
Si -17.328 0 4.185 0.005 0.005 0.024
Si -17.322 3.829 4.17 0.002 -0.013 0.02
Si -17.33 -7.709 4.171 0 0.008 0.016
Si -17.306 -3.843 4.214 0.027 0.006 0.022
Si -13.487 0.017 4.009 0.004 0.002 -0.009
Si -13.474 3.833 3.975 -0.01 0.004 -0.031
Si -13.484 -7.724 3.974 -0.012 0.003 -0.014
Si -13.487 -3.852 4.021 0.017 -0.008 -0.014
Si -9.634 0.052 4.249 -0.009 -0.014 0.04
Si -9.629 3.891 4.122 0.015 0.032 -0.035
Si -9.633 7.649 4.147 0.017 0.002 -0.003
Si -9.63 -3.921 4.191 0.004 0.004 0.014
Si -5.757 0.018 3.993 -0.027 -0.007 -0.01
Si -5.761 3.836 3.96 0.011 0.02 -0.015
Si -5.774 7.664 3.947 0.005 -0.005 -0.009
Si -5.743 -3.867 4.012 -0.017 -0.012 -0.01
Si -15.358 0.008 5.451 0.035 -0.002 0.023
Si -15.348 3.838 5.431 0.049 -0.004 0.031
Si -15.354 -7.713 5.434 0.035 0.003 0.02
Si -15.342 -3.845 5.474 0.014 0.003 0.023
Si -11.618 0.018 5.468 -0.036 -0.012 0.029
Si -11.588 3.847 5.414 -0.049 -0.008 0.034
Si -11.6 7.672 5.419 -0.041 0.005 0.038
Si -11.598 -3.878 5.451 -0.033 0.011 0.024
Si -7.637 0.015 5.45 0.013 -0.007 0.018
Si -7.659 3.858 5.396 0.04 0 0.033
Si -7.657 7.671 5.405 0.033 0.002 0.033
Si -7.648 -3.873 5.434 0.006 0.009 0.008
Si -3.881 0.004 5.434 -0.017 0.002 0.031
Si -3.892 3.833 5.422 -0.017 0.004 0.024
Si -3.893 7.679 5.405 -0.028 -0.007 0.026
Si -3.871 -3.861 5.445 -0.02 0.004 0.037
Si -15.421 1.916 12.284 0.018 0.022 -0.009
Si -15.366 5.788 12.233 -0.013 0.015 -0.024
Si -15.405 -5.782 12.288 -0.028 -0.006 -0.012
Si -15.344 -1.945 12.295 -0.007 0.017 -0.012
Si -11.537 1.899 12.271 0.009 -0.01 -0.037
Si -11.544 5.754 12.267 0.006 0.03 -0.014
Si -11.514 -5.765 12.222 0.024 -0.009 -0.021
Si -11.509 -1.906 12.321 0.016 0 -0.016
Si -7.743 1.909 12.183 -0.034 0.004 -0.019
Si -7.731 5.751 12.165 -0.009 0.017 -0.037
Si -7.724 -5.747 12.145 -0.02 -0.013 -0.028
Si -7.723 -1.922 12.222 -0.023 -0.009 -0.029
Si -3.791 1.894 12.173 0.026 0.004 -0.019
Si -3.816 5.769 12.135 0.005 -0.015 -0.017
Si -3.779 -5.772 12.164 0.023 0.003 -0.026
Si -3.825 -1.934 12.186 0.026 -0.011 -0.039
Si -17.346 1.928 13.664 -0.044 -0.008 0.075
Si -17.324 5.814 13.508 -0.018 0.036 0.016
Si -17.353 -5.786 13.655 -0.011 0.004 -0.016
Si -17.302 -2.001 13.59 -0.025 -0.046 -0.004
Si -13.479 1.905 13.622 0.002 0.01 -0.001
Si -13.476 5.739 13.647 0.003 0.012 0.035
Si -13.429 -5.796 13.58 -0.01 -0.016 0.018
Si -13.426 -1.893 13.714 -0.01 -0.025 0.032
Si -9.614 1.88 13.63 0.013 0.007 0.051
Si -9.602 5.77 13.593 0.008 -0.032 0.021
Si -9.59 -5.702 13.578 -0.012 0.009 0.014
Si -9.574 -1.918 13.704 0.055 0.01 0.015
Si -5.76 1.893 13.42 -0.012 -0.014 -0.01
Si -5.762 5.752 13.421 -0.001 0.011 -0.017
Si -5.754 -5.751 13.394 0.003 0.003 -0.023
Si -5.767 -1.895 13.512 -0.019 -0.018 0.002
Si -17.336 -0.102 14.922 -0.036 0.029 -0.001
Si -17.353 3.979 14.914 0.017 -0.046 0.002
Si -17.423 -7.745 14.971 -0.011 0.004 -0.02
Si -17.315 -3.878 15.041 -0.004 0.023 -0.047
Si -13.463 0.076 15.099 0.014 -0.012 0.009
Si -13.544 3.792 15.018 -0.027 0.027 -0.034
Si -13.451 -7.699 14.978 -0.03 0.006 -0.036
Si -13.362 -3.908 14.968 0.024 0.016 -0.041
Si -9.535 0.005 15.097 -0.032 -0.005 -0.037
Si -9.676 3.826 14.939 -0.047 -0.017 -0.022
Si -9.573 -7.632 14.874 0.028 -0.025 -0.058
Si -9.542 -3.853 15.073 -0.03 0.016 -0.04
Si -5.781 0.051 14.848 0.039 -0.02 0.003
Si -5.757 3.807 14.718 0.022 0.027 -0.025
Si -5.782 -7.677 14.685 -0.039 -0.001 -0.092
Si -5.73 -3.865 14.763 0.031 -0.001 -0.021
Si -15.508 -0.007 16.377 0.047 -0.02 0.049
Si -15.508 3.809 16.378 -0.033 -0.03 0.031
Si -15.296 5.763 17.653 0.057 0.004 -0.001
Si -15.302 -3.949 16.274 -0.049 -0.007 0.037
Si -11.467 0.079 16.464 -0.046 -0.064 0.025
Si -11.239 2.056 17.807 0.008 -0.048 0.011
Si -13.439 -6.551 18.894 0.149 -0.343 -0.684
Si -11.483 -3.905 16.446 0.04 0.022 0.046
Si -7.536 0.093 16.427 0.017 -0.006 0.084
Si -7.37 5.805 17.293 0.02 -0.038 0.057
Si -7.601 -7.597 16.13 -0.02 0.067 0.058
Si -7.498 -3.857 16.289 0.002 0.02 0.09
Si -3.866 -0.053 16.184 -0.01 -0.017 -0.015
Si -3.973 3.915 16.235 -0.02 0.048 0.054
Si -4.41 -5.806 17.484 -0.292 0.038 -0.473
Si -3.905 -3.869 16.232 0.008 -0.063 0.058
Si -16.353 1.912 17.559 -0.02 0.009 -0.026
Si -15.466 -7.756 16.242 0.012 0.033 0.037
Si -15.328 -5.877 17.631 0.455 -0.053 -0.389
Si -15.077 -2.028 17.574 -0.224 0.118 -0.702
Si -11.601 3.853 16.341 0.018 0.054 0.027
Si -11.323 5.804 17.611 -0.052 -0.001 -0.041
Si -11.439 -7.675 16.257 -0.053 0.019 0.044
Si -11.897 -1.927 17.678 0.312 0.044 -0.727
Si -7.293 2.152 17.686 0.073 -0.023 -0.033
Si -7.632 3.844 16.075 -0.021 0.062 0.009
Si -6.889 -5.805 17.531 0.252 0.054 -0.65
Si -6.831 -1.928 17.494 0.206 0.067 -0.653
Si -5.176 2.202 18.94 -0.031 -0.423 -0.278
Si -4.929 -9.566 17.433 -0.109 -0.109 -0.677
Si -4.027 -7.734 16.202 0.006 -0.051 0.11
Si -3.768 -1.917 19.776 -0.071 0.016 -0.711
Si -16.244 -1.463 20.297 -0.01 -0.032 -0.088
Si -1.38 5.951 19.509 0.29 -0.166 -0.499
Si -8.95 -5.498 19.755 -0.037 -0.04 -0.15
Si -15.585 1.559 19.713 -0.33 0.082 -0.589
Si -12.501 1.699 19.767 0.389 0.17 -0.589
Si -13.293 6.349 18.811 0.025 0.355 -0.491
Si -11.464 -5.884 17.791 -0.473 0.11 -0.33
Si -11.233 -0.942 20.381 -0.03 0.049 -0.086
Si -9.221 2.901 18.825 0.054 0.117 -0.473
Si -9.26 5.349 18.732 0.067 0.034 -0.017
Si -10.211 -6.662 22.111 -0.053 -0.005 0.01
Si -8.474 -0.284 21.286 -0.024 -0.001 -0.026
Si -3.451 1.914 17.378 0.052 0.006 0.037
Si -4.106 4.948 20.092 -0.046 -0.058 -0.025
Si -2 -6.381 19.303 0.411 0.272 -0.426
Si -4.397 -1.945 17.495 -0.045 0.027 0.037
Si -10.628 -7.317 -4.99 -0.047 -0.04 -0.041
Si -8.318 -7.28 -6.901 -0.044 -0.006 0.093
Si -14.247 -1.548 24.823 -0.001 -0.018 0.036
Si -15.05 -3.349 22.571 0.035 -0.028 -0.085
Si -7.476 4.825 22.938 0.11 0 -0.078
Si -14.527 5.561 21.423 -0.039 -0.046 -0.193
Si -11.463 -1.29 23.321 0.035 -0.009 -0.022
Si -10.471 3.095 21.518 0.077 -0.07 -0.217
Si -9.593 -9.524 21.022 0.134 0.042 -0.619
Si -15.534 5.179 -8.439 -0.038 -0.194 -0.011
Si -13.789 0.891 -7.951 -0.098 0.007 0.087
Si 0.323 1.412 24.855 0.007 -0.003 0.005
Si -4.677 -9.355 23.065 0.015 -0.09 -0.14
Si -5.17 -3.987 21.498 0.033 0.04 0.003
Si -5.648 0.557 20.503 0.176 0.302 -0.528
Si -12.288 -6.339 -7.401 0.164 -0.027 0.022
Si -5.055 -3.804 24.451 -0.004 -0.022 0.002
Si -19.64 -4.175 -2.026 0.334 0.275 0.655
Si -0.661 2.899 22.434 -0.113 0.026 -0.016
Si -4.36 -6.197 23.12 -0.043 -0.042 -0.021
Si -12.545 -1.344 -6.272 -0.011 0.09 -0.069
Si -1.412 -5.917 22.426 -0.021 -0.105 -0.156
Si -2.61 -1.426 -7.068 -0.119 -0.044 0.106
Si -15.244 -7.098 -8.149 -0.056 0.042 0.004
Si -3.268 3.773 24.035 0.083 -0.043 0.077
Si -19.323 4.635 -5.017 -0.108 0.04 0.083
Si -17.743 -6.421 -6.284 0.003 0.093 -0.011
Si -10.856 0.423 -4.559 0.059 0.065 0.044
Si -5.861 2.259 23.048 -0.039 0.144 0.028
Si -15.067 -2.697 -6.966 0.011 -0.05 -0.099
Si -9.725 1.129 23.601 -0.021 -0.038 -0.042
Si -7.184 -1.574 -7.097 -0.145 -0.019 -0.004
Si -7.818 -2.915 20.321 0.052 0.047 -0.134
Si -8.724 -4.207 -6.618 0.057 -0.036 -0.062
Si -11.212 -3.489 -7.974 0.115 -0.005 -0.074
Si -16.747 1.14 -6.909 0.068 -0.018 0.034
Si -6.624 -9.22 -5.416 -0.045 -0.027 0.15
Si 0.906 -7.585 23.33 -0.089 0.013 -0.002
Si 2.447 -5.265 21.829 0.032 0.06 -0.063
Si -8.224 3.602 -4.978 0.056 -0.039 0.13
Si -17.839 -8.486 -4.2 0.081 0.033 0.109
Si -18.338 -2.251 -4.106 -0.089 0.023 0.07
Si -11.231 3.385 -4.955 -0.018 -0.022 0.071
Si -9.475 -4.806 -3.885 0.05 0.106 0.108
Si -13.708 3.503 -6.466 -0.044 -0.036 0.009
Si -15.478 1.898 -4.346 0.01 0.045 0.095
Si -18.082 3.721 -7.688 0.034 0.088 0.043
Si -7.845 0.573 -5.069 -0.088 0.059 0.045
Si 0.046 -1.928 6.774 -0.013 0.004 -0.017
Si 0.039 1.919 6.771 -0.02 0.004 -0.015
Si 0.04 -9.618 6.764 -0.017 -0.008 -0.009
Si 0.041 -5.783 6.766 -0.016 0.011 -0.012
Si 3.809 -1.932 6.789 0.025 -0.001 -0.006
Si 3.8 1.928 6.797 0.018 -0.002 -0.004
Si 3.799 -9.606 6.788 0.011 -0.011 -0.012
Si 3.812 -5.782 6.787 0.007 0.007 -0.014
Si 7.728 -1.917 6.797 -0.018 -0.007 0.002
Si 7.72 1.947 6.8 -0.01 -0.002 -0.005
Si 7.728 -9.604 6.788 0.003 -0.006 -0.01
Si 7.722 -5.784 6.794 0.003 0.005 -0.006
Si 11.521 -1.918 6.793 -0.003 -0.005 -0.009
Si 11.516 1.943 6.795 0.012 0.009 -0.003
Si 11.514 -9.592 6.783 0.014 -0.012 -0.004
Si 11.522 -5.766 6.787 0.008 0.007 -0.008
Si 15.439 -1.904 6.788 -0.013 0.003 -0.014
Si 15.432 1.953 6.785 -0.02 -0.016 -0.01
Si 15.427 -9.605 6.765 -0.015 0.002 -0.01
Si 15.437 -5.767 6.779 -0.015 0.008 -0.01
Si 19.192 -1.918 6.786 0.024 0.002 -0.006
Si 19.188 1.946 6.796 0.017 -0.005 -0.002
Si 19.185 -9.609 6.776 0.02 0.002 -0.016
Si 19.194 -5.766 6.782 0.006 -0.001 -0.014
Si 23.115 -1.911 6.801 -0.024 -0.003 0.003
Si 23.113 1.946 6.8 -0.018 -0.008 -0.002
Si 23.109 -9.611 6.788 0 -0.006 -0.013
Si 23.107 -5.775 6.799 0.003 0.003 -0.005
Si 26.897 -1.917 6.806 0 -0.013 -0.009
Si 26.896 1.932 6.809 0.008 -0.001 -0.006
Si 26.891 -9.614 6.795 0.012 0.001 -0.003
Si 26.896 -5.77 6.808 0.012 0.009 -0.003
Si 30.825 -1.912 6.818 -0.009 0.002 -0.017
Si 30.814 1.925 6.809 -0.012 -0.003 -0.015
Si 30.813 -9.611 6.802 -0.005 -0.005 -0.01
Si 30.819 -5.773 6.81 -0.01 0.013 -0.013
Si -26.969 -1.932 6.813 0.024 -0.002 -0.01
Si 34.573 1.929 6.823 0.011 0.002 -0.005
Si 34.573 -9.61 6.814 0.009 -0.007 -0.014
Si -26.969 -5.778 6.815 0.007 0.005 -0.019
Si -23.057 -1.925 6.817 -0.016 -0.001 -0.002
Si -23.062 1.928 6.82 -0.016 -0.008 -0.008
Si -23.061 -9.616 6.816 0.004 -0.001 -0.013
Si -23.066 -5.784 6.818 0.008 -0.001 -0.01
Si -19.266 -1.93 6.811 0.001 -0.006 -0.008
Si -19.267 1.924 6.82 0.01 0.001 -0.004
Si -19.268 -9.621 6.809 0.018 -0.001 -0.003
Si -19.267 -5.782 6.813 0.013 0.006 -0.005
Si -15.347 -1.916 6.811 -0.01 0.005 -0.018
Si -15.354 1.925 6.807 -0.03 -0.001 -0.013
Si -15.352 -9.63 6.795 -0.022 -0.007 -0.01
Si -15.35 -5.784 6.801 -0.017 0.01 -0.014
Si -11.589 -1.933 6.79 0.024 0.001 -0.008
Si -11.593 1.94 6.806 0.012 -0.009 -0.009
Si -11.594 5.758 6.787 0.023 0 -0.023
Si -11.588 -5.797 6.794 0.004 0.004 -0.015
Si -7.666 -1.932 6.778 -0.014 0 -0.004
Si -7.667 1.943 6.786 -0.012 0.002 -0.009
Si -7.662 5.761 6.78 -0.003 -0.006 -0.018
Si -7.67 -5.795 6.782 0.005 -0.01 -0.009
Si -3.869 -1.926 6.785 0.001 -0.009 -0.004
Si -3.871 1.919 6.794 0.015 0.002 -0.002
Si -3.877 5.761 6.772 0.018 -0.004 -0.002
Si -3.871 -5.791 6.783 0.011 0.011 -0.005
Si 1.921 -1.931 8.188 -0.021 -0.006 0.021
Si 1.914 1.918 8.19 0.004 0.004 0.016
Si 1.914 -9.619 8.186 0.009 0.009 0.026
Si 1.923 -5.775 8.174 0.011 -0.01 0.015
Si 5.761 -1.924 8.117 -0.013 0.012 0.01
Si 5.752 1.922 8.124 -0.014 -0.001 0.003
Si 5.758 -9.613 8.11 -0.001 0.001 -0.002
Si 5.759 -5.769 8.128 -0.016 -0.005 0.003
Si 9.623 -1.914 8.18 0.006 -0.015 0.022
Si 9.615 1.935 8.179 0.001 0.01 0.019
Si 9.618 -9.606 8.177 -0.007 0.007 0.026
Si 9.617 -5.766 8.17 -0.016 -0.003 0.019
Si 13.486 -1.919 8.114 0.023 0.007 -0.003
Si 13.482 1.936 8.115 0.021 0.002 0.008
Si 13.48 -9.606 8.101 0.007 -0.003 0.004
Si 13.485 -5.757 8.112 0.012 -0.017 0.007
Si 17.31 -1.909 8.2 -0.028 0 0.016
Si 17.306 1.943 8.199 0.001 0.011 0.024
Si 17.301 -9.608 8.184 0.005 0.002 0.026
Si 17.317 -5.758 8.188 0.022 -0.012 0.014
Si 21.144 -1.905 8.11 -0.009 0.011 0.01
Si 21.143 1.94 8.118 -0.009 0.003 0.006
Si 21.139 -9.606 8.103 -0.005 -0.003 0.001
Si 21.141 -5.758 8.121 -0.015 0.001 0.002
Si 25.005 -1.909 8.191 0.005 -0.007 0.017
Si 25.002 1.937 8.19 0.007 0.015 0.025
Si 24.998 -9.611 8.182 -0.003 -0.003 0.03
Si 24.997 -5.763 8.186 -0.014 -0.005 0.014
Si 28.864 -1.922 8.127 0.011 0.009 -0.009
Si 28.861 1.924 8.134 0.013 0 0.008
Si 28.856 -9.611 8.119 0.003 0.001 0.005
Si 28.863 -5.76 8.132 0.005 -0.016 0.006
Si -28.845 -1.921 8.224 -0.026 0.002 0.019
Si 32.695 1.922 8.22 0.006 0.005 0.019
Si 32.695 -9.614 8.214 0.019 0.003 0.025
Si -28.844 -5.77 8.215 0.017 -0.009 0.02
Si -25.02 -1.925 8.14 -0.012 0.011 0.008
Si -25.024 1.915 8.148 -0.012 0 0.006
Si -25.024 -9.618 8.143 -0.006 -0.008 0.004
Si -25.025 -5.767 8.155 -0.023 0 0.004
Si -21.16 -1.92 8.194 0.004 -0.014 0.023
Si -21.166 1.917 8.197 0.003 0.009 0.025
Si -21.165 -9.621 8.195 -0.004 0.001 0.03
Si -21.169 -5.771 8.19 -0.014 -0.001 0.018
Si -17.298 -1.93 8.128 0.025 0.005 -0.007
Si -17.3 1.916 8.136 0.023 0.009 0.011
Si -17.301 -9.623 8.121 0.007 0.002 0.008
Si -17.299 -5.769 8.13 0.008 -0.015 0.009
Si -13.464 -1.925 8.209 -0.031 0 0.01
Si -13.471 1.923 8.212 0.009 0.007 0.024
Si -13.47 5.758 8.202 0.004 0.007 0.03
Si -13.461 -5.778 8.199 0.023 -0.017 0.013
Si -9.63 -1.925 8.1 -0.017 0.008 0.009
Si -9.631 1.92 8.113 -0.009 -0.005 0
Si -9.631 5.758 8.099 -0.003 -0.006 0.004
Si -9.632 -5.778 8.115 -0.019 0.006 0.002
Si -5.769 -1.927 8.162 0.012 -0.011 0.019
Si -5.773 1.92 8.17 0 0.014 0.024
Si -5.768 5.76 8.167 0 0.006 0.03
Si -5.774 -5.781 8.16 -0.013 -0.001 0.013
Si -1.903 -1.933 8.099 0.017 0.008 -0.003
Si -1.904 1.913 8.107 0.015 0.004 0.011
Si -1.912 5.762 8.087 0.006 0.004 0.006
Si -1.906 -5.777 8.101 0.008 -0.023 0.007
Si 1.917 -0.008 9.548 0.016 0.003 -0.015
Si 1.915 3.839 9.543 -0.006 -0.001 -0.008
Si 1.92 -7.689 9.533 -0.01 0.016 -0.015
Si 1.928 -3.858 9.539 -0.003 -0.005 -0.015
Si 5.741 -0.008 9.491 0.008 -0.004 -0.017
Si 5.737 3.849 9.481 0.005 0.001 -0.021
Si 5.748 -7.698 9.485 0 -0.021 -0.016
Si 5.751 -3.836 9.497 0.01 0.003 -0.014
Si 9.61 0.01 9.533 -0.008 0.006 -0.015
Si 9.608 3.852 9.529 0.007 -0.004 -0.009
Si 9.605 -7.681 9.523 0.014 0 -0.001
Si 9.61 -3.842 9.523 -0.002 -0.01 -0.003
Si 13.493 0.003 9.477 -0.014 0.002 -0.023
Si 13.486 3.86 9.475 -0.008 -0.002 -0.023
Si 13.491 -7.685 9.468 0.003 -0.002 -0.019
Si 13.491 -3.834 9.492 -0.018 0.014 -0.017
Si 17.302 0.017 9.558 0.016 -0.005 -0.013
Si 17.297 3.861 9.556 -0.006 0 -0.008
Si 17.312 -7.68 9.539 -0.007 0.012 -0.013
Si 17.309 -3.836 9.553 -0.005 0.001 -0.011
Si 21.132 0.014 9.482 -0.006 0 -0.021
Si 21.124 3.865 9.48 0.011 0.006 -0.028
Si 21.135 -7.689 9.475 0.003 -0.017 -0.019
Si 21.132 -3.82 9.481 0.008 -0.001 -0.018
Si 25.002 0.013 9.543 -0.013 0.003 -0.011
Si 25 3.856 9.537 0.001 -0.011 -0.007
Si 24.995 -7.684 9.529 0.012 -0.004 -0.004
Si 25.002 -3.834 9.533 -0.002 -0.007 -0.005
Si 28.878 -0.007 9.497 -0.008 -0.009 -0.023
Si 28.871 3.854 9.488 0.004 -0.007 -0.018
Si 28.871 -7.688 9.486 0.005 0.005 -0.012
Si 28.882 -3.833 9.505 -0.005 0.016 -0.017
Si -28.841 0.001 9.581 0.02 -0.001 -0.016
Si 32.705 3.845 9.567 -0.01 0.007 -0.015
Si 32.711 -7.69 9.565 -0.011 0.008 -0.016
Si -28.834 -3.847 9.573 -0.004 -0.001 -0.01
Si -25.032 -0.012 9.517 0 -0.003 -0.02
Si -25.037 3.839 9.507 0.002 -0.002 -0.02
Si -25.032 -7.696 9.511 0.008 -0.013 -0.019
Si -25.028 -3.833 9.522 0.009 -0.001 -0.02
Si -21.158 -0.005 9.553 -0.009 0.003 -0.014
Si -21.169 3.837 9.539 0.001 -0.008 -0.012
Si -21.171 -7.689 9.534 0.015 -0.001 -0.004
Si -21.165 -3.843 9.536 0.002 -0.009 -0.003
Si -17.28 -0.017 9.495 -0.01 -0.001 -0.025
Si -17.288 3.842 9.487 -0.011 -0.007 -0.021
Si -17.285 -7.696 9.479 0.004 -0.003 -0.015
Si -17.283 -3.843 9.502 -0.011 0.016 -0.022
Si -13.463 -0.006 9.57 0.023 -0.004 -0.012
Si -13.467 3.838 9.568 -0.011 0.004 -0.002
Si -13.456 7.692 9.548 -0.016 0.018 -0.007
Si -13.459 -3.851 9.558 0.001 0 -0.014
Si -9.639 -0.01 9.473 0 0.005 -0.019
Si -9.645 3.84 9.474 0.002 0.005 -0.03
Si -9.637 7.678 9.466 0.002 -0.021 -0.014
Si -9.642 -3.838 9.472 0.015 0.002 -0.019
Si -5.776 -0.008 9.521 -0.013 0.001 -0.011
Si -5.767 3.835 9.52 0.003 -0.007 -0.006
Si -5.775 7.69 9.51 0.012 -0.002 0.002
Si -5.768 -3.851 9.505 -0.003 -0.009 -0.004
Si -1.892 -0.018 9.466 -0.007 -0.001 -0.026
Si -1.899 3.842 9.457 0.001 -0.006 -0.022
Si -1.9 7.683 9.45 0.002 0.003 -0.015
Si -1.891 -3.849 9.47 -0.011 0.015 -0.019
Si -0.012 -0.016 10.897 -0.013 -0.004 0.022
Si -0.017 3.837 10.882 0.005 0.022 0.025
Si -0.013 -7.697 10.864 0.015 0.001 0.011
Si 0.006 -3.867 10.888 0.008 -0.011 0.02
Si 3.84 -0.018 10.905 -0.023 0.007 0.028
Si 3.841 3.838 10.898 0.001 -0.005 0.021
Si 3.844 -7.703 10.885 -0.023 0.007 0.013
Si 3.847 -3.833 10.906 -0.032 -0.006 0.021
Si 7.653 -0.005 10.86 0.023 -0.007 0.016
Si 7.647 3.836 10.847 0.018 0.002 0.004
Si 7.657 -7.682 10.856 0.01 0.007 0.01
Si 7.669 -3.822 10.866 0.025 0.007 0.013
Si 11.575 0.002 10.833 -0.004 -0.004 0.004
Si 11.568 3.843 10.83 -0.024 0.001 0.006
Si 11.567 -7.683 10.815 -0.012 0.009 0.003
Si 11.559 -3.842 10.839 -0.016 -0.001 0.001
Si 15.371 0.008 10.914 -0.014 -0.006 0.023
Si 15.368 3.859 10.906 0.006 0.005 0.024
Si 15.382 -7.672 10.884 0.021 -0.001 0.013
Si 15.387 -3.848 10.915 0.008 -0.006 0.024
Si 19.237 0.018 10.895 -0.013 0.005 0.021
Si 19.229 3.859 10.898 0.001 -0.009 0.026
Si 19.241 -7.698 10.883 -0.01 0.012 0.016
Si 19.239 -3.803 10.901 -0.011 0.001 0.019
Si 23.042 0.018 10.852 0.023 -0.003 0.012
Si 23.038 3.863 10.84 0.02 -0.002 0.009
Si 23.044 -7.679 10.848 0.007 0.014 0.014
Si 23.046 -3.805 10.845 0.012 -0.003 0.011
Si 26.962 -0.003 10.856 -0.007 -0.012 0.013
Si 26.955 3.851 10.85 -0.029 0.001 0.012
Si 26.95 -7.676 10.837 -0.011 0.002 0.011
Si 26.953 -3.833 10.854 -0.022 0.004 0.008
Si 30.774 -0.005 10.914 -0.021 -0.007 0.015
Si 30.773 3.851 10.893 0.007 0.012 0.021
Si 30.778 -7.69 10.887 0.02 0.003 0.016
Si 30.791 -3.852 10.914 -0.004 -0.002 0.018
Si -26.921 -0.018 10.945 -0.02 0.01 0.031
Si 34.624 3.827 10.934 0.01 -0.015 0.027
Si 34.627 -7.702 10.932 -0.022 0.009 0.021
Si -26.919 -3.815 10.948 -0.018 0.002 0.027
Si -23.113 -0.012 10.873 0.029 -0.007 0.012
Si -23.12 3.831 10.858 0.027 0.005 0.003
Si -23.115 -7.681 10.865 0.01 0.003 0.009
Si -23.104 -3.819 10.874 0.021 0.009 0.012
Si -19.191 -0.021 10.853 -0.01 -0.003 0.002
Si -19.207 3.827 10.833 -0.033 0.006 0.008
Si -19.208 -7.682 10.821 -0.012 0.01 0.003
Si -19.212 -3.838 10.845 -0.016 -0.001 -0.002
Si -15.393 -0.016 10.922 -0.024 -0.011 0.023
Si -15.4 3.838 10.907 -0.001 0.013 0.026
Si -15.386 -7.681 10.883 0.021 -0.001 0.013
Si -15.38 -3.858 10.915 0.001 -0.003 0.022
Si -11.523 -0.014 10.903 -0.015 0.002 0.024
Si -11.528 3.831 10.903 0.009 -0.015 0.03
Si -11.522 7.677 10.887 -0.016 0.012 0.014
Si -11.527 -3.819 10.904 -0.02 0.001 0.022
Si -7.732 -0.015 10.842 0.029 0 0.01
Si -7.729 3.83 10.825 0.022 -0.002 0.002
Si -7.728 7.688 10.829 0.012 0.009 0.008
Si -7.72 -3.822 10.822 0.018 0 0.006
Si -3.806 -0.02 10.821 -0.011 -0.012 0.009
Si -3.806 3.826 10.823 -0.025 0.007 0.008
Si -3.812 7.697 10.806 -0.006 0.002 0.006
Si -3.814 -3.849 10.821 -0.023 0.008 0.006
O -3.612 3.82 -1.524 -0.051 0.295 -0.156
O 2.231 0.063 -1.827 -0.098 0.308 0.186
O -0.325 0.009 -1.474 -0.14 0.123 -0.683
O 1.831 3.313 -1.9 -0.03 -0.608 0.349
O -0.168 -7.694 -1.368 0.029 0.364 -0.187
O 3.935 -7.429 -1.525 0.098 0.525 -0.185
O -0.381 -3.731 -1.469 -0.254 -0.02 -0.367
O 2.2 -3.808 -1.855 -0.223 -0.662 0.043
O 7.509 0.077 -1.245 -0.081 0.134 -0.115
O 9.931 -0.687 -1.974 0.232 -0.508 0.401
O 9.374 2.79 -1.96 0.227 -0.276 0.244
O 7.341 -7.884 -1.585 0.042 0.115 -0.376
O -5.009 -8.026 -2.605 0.057 0.139 -0.321
O 9.442 -4.228 -1.927 0.03 -0.309 0.107
O 1.189 2.156 19.763 0.053 0.529 0.048
O 0.128 -2.267 19.133 0.348 -0.234 0.226
O 1.91 -5.235 20.305 -0.003 0.421 -0.113
O 5.449 -0.241 20.322 0.055 0.383 -0.272
O 3.799 -2.056 19.182 0.034 -0.434 0.219
O 9.202 2.297 18.365 0.012 0.195 0.164
O 5.066 -5.94 18.876 -0.054 -0.245 0.013
O 7.703 -5.938 18.952 0.335 -0.494 0.482
O 7.962 -2.076 19.043 -0.456 0.298 0.284
O 12.902 4.93 19.682 -0.004 -0.445 0.189
O 11.492 -5.99 19.063 -0.355 0.225 0.385
O 6.312 -3.871 19.891 -0.19 0.309 -0.116
O -2.221 -1.627 20.158 -0.188 -0.097 0.183
O -2.817 -0.907 -3.21 0.407 0.134 -0.1
O -3.778 1.477 -2.744 0.359 0.094 -0.305
O -2.745 5.526 -4.043 0.384 -0.353 0.37
O -1.067 -6.947 -7.116 -0.055 -0.006 0.429
O -3.641 -5.733 -2.456 0.309 -0.104 -0.196
O -3.796 -3.294 -3.425 -0.183 -0.039 -0.359
O -1.4 -2.872 -4.386 0.061 0.109 0.09
O 11.87 -1.769 -5.799 -0.753 0.311 -0.026
O -0.497 2.886 -3.095 -0.299 -0.284 0.045
O 5.251 2.628 22.99 0.09 0.409 0.379
O -0.734 -8.083 -3.9 0.231 0.284 -0.6
O 0.304 5.361 -2.556 -0.13 0.022 -0.089
O 0.822 -1.876 -2.949 -0.153 0.003 -0.446
O 4.605 0.607 -2.906 0.108 0.275 0.292
O 0.119 0.721 -7.419 -0.015 -0.292 0.162
O 4.017 3.635 -3.366 0.479 -0.039 0
O 3.092 5.599 -1.993 -0.051 0.221 0.406
O 4.105 -8.434 -4.051 0.16 -0.472 -0.222
O 4.01 -1.848 -2.198 0.274 -0.023 -0.407
O 4.453 -4.213 -3.092 -0.134 -0.094 -0.356
O 8.3 -0.431 -6.193 0.27 -0.02 0.13
O 8.188 0.224 -3.712 -0.028 0.155 -0.244
O 7.275 3.632 -3.324 -0.405 -0.108 0.04
O 3.642 -6.52 -5.88 0.061 0.451 0.185
O 8.244 -8.547 -4.026 -0.673 0.133 0.004
O 7.866 -2.172 -2.575 -0.22 -0.035 -0.447
O 7.065 -4.66 -2.831 0.13 -0.521 -0.029
O 5.865 -7.937 -6.026 -0.162 -0.537 0.04
O -1.146 2.344 20.991 -0.863 0.166 0.141
O 13.21 -7.944 19.233 -0.685 -0.009 -0.22
O -0.511 -9.378 20.878 -0.276 0.41 0.414
O 1.923 -3.875 22.499 0.25 0.542 0.178
O 13.298 -6.122 21.083 -0.249 0.303 0.107
O -0.231 0.02 20.329 0.227 -0.221 0.49
O -0.095 -2.223 21.73 -0.271 0.246 0.408
O 3.382 2.48 21.091 -0.141 -0.254 0.515
O 6.451 -6.111 21.216 0.501 0.286 0.05
O 1.944 5.239 20.376 0.418 -0.639 0.014
O 1.929 -7.729 19.426 -0.489 0.018 0.27
O 2.837 0.134 20.108 -0.247 -0.182 -0.277
O 3.819 -1.658 21.818 -0.298 -0.414 0.161
O 5.932 2.599 20.459 0.509 -0.477 0.255
O 5.024 -8.179 21.526 -0.431 -0.097 0
O 7.113 -1.89 21.489 0.019 -0.04 0.527
O 8.087 0.294 20.418 -0.199 0.261 -0.268
O 9.596 0.679 22.439 -0.017 -0.235 0.226
O 10.666 3.659 20.02 -0.522 -0.082 0.36
O 3.353 -0.635 -4.796 -0.17 -0.367 0.477
O 11.78 5.215 23.647 0.122 0.368 0.138
O 9.235 5.445 23.204 -0.122 0.212 0.318
O 11.329 -3.573 20.496 0.332 -0.442 -0.102
O 10.243 -1.311 20.783 -0.307 -0.203 0.34
O -4.886 -4.239 -8.542 -0.559 -0.125 0.232
O 12.11 -2.041 -8.443 0.364 -0.212 -0.184
O 1.291 -9.03 22.745 0.21 -0.197 0.516
O 15.842 3.967 22.009 0.485 -0.157 0.229
O 5.559 -6.338 -4.044 0.287 -0.424 0.539
O 1.513 -6.654 -7.439 -0.108 -0.071 0.19
O 14.573 -4.616 22.8 -0.1 0.048 -0.003
O 0.505 -4.428 -3.797 0.194 -0.495 -0.162
O 4.05 1.833 -5.214 -0.254 -0.049 -0.798
O 0.978 -2.763 -8.501 0.637 0.371 0.042
O 4.661 4.697 21.519 -0.42 0.164 0.124
O -1.718 2.576 -7.732 -0.066 -0.051 -0.589
O 6.043 -4.001 -5.155 -0.07 0.344 0.053
O 6.843 4.767 24.099 -0.412 0.025 -0.121
O 9.034 1.682 24.659 -0.079 0.047 0.144
O 5.399 -4.525 24.947 0.236 0.283 -0.519
O 2.678 -0.138 -7.275 0.607 0.296 -0.312
O 11.08 -3.363 -3.836 -0.226 -0.186 -0.402
O 13.449 3.371 22.977 0.144 -0.146 -0.095
O 7.082 -1.012 -8.371 -0.338 -0.016 -0.072
O 12.407 -5.883 23.518 0.182 -0.094 0.774
O 10.372 -5.671 21.845 -0.319 -0.392 -0.43
O 2.378 -1.318 24.012 0.037 0.288 -0.262
O 10.674 1.061 20.103 0.314 -0.199 -0.092
O 10.306 -3.301 22.934 0.211 0.538 0.084
O 3.157 -4.697 -7.781 -0.277 0.105 -0.155
O 3.913 -7.168 -8.396 0.027 -0.281 -0.192
O 14.245 -1.994 -6.996 -0.219 0.216 -0.22
O 3.812 -2.497 -6.47 0.213 -0.065 0.526
O 7.175 5.435 21.641 0.432 0.376 -0.077
O 10.36 -9.554 -5.306 0.317 0.28 -0.236
O 8.735 -3.884 20.854 -0.075 -0.286 -0.12
O 6.665 0.412 22.655 0.418 0 0.318
O -1.291 1.566 -5.325 -0.413 -0.456 0.281
O 15.491 1.684 23.149 0.111 -0.74 -0.139
O 8.823 5.327 -1.982 0.402 0.142 0.407
O 14.552 -7.259 23.187 -0.465 -0.508 -0.049
O -2.876 -7.663 -5.349 -0.784 -0.204 -0.066
O 1.301 -1.891 -6 -0.337 0.296 0.575
O 5.64 -4.006 -7.735 0.331 0.121 -0.565
O 0.64 0.619 -3.85 0.33 -0.352 -0.189
O 15.405 -4.076 -5.973 0.545 -0.187 -0.191
O 8.091 4.694 -5.627 0.021 -0.162 -0.268
O 1.218 -7.551 24.912 -0.356 0.178 0.469
O 16.716 -6.593 22.048 -0.027 -0.04 -0.392
O -0.58 -4.593 22.753 -0.118 0.079 0.283
O 9.603 -1.754 -8.056 0.237 0.553 0.314
O 8.283 3.106 22.582 -0.356 -0.189 0.056
O 5.945 0.023 -5.115 0.035 -0.169 -0.49
O 12.897 0.186 -7.233 -0.504 0.243 -0.029
O -4.533 3.64 -4.016 -0.036 -0.308 -0.287
O 10.654 -7.823 23.321 0.117 0.036 0.609
O 4.211 0.337 23.509 -0.335 0.397 0.168
O 5.661 3.895 -5.378 -0.088 0.455 -0.554
O 3.083 4.189 -5.854 0.106 0.665 -0.282
O 7.602 2.076 -5.453 0.337 0.036 -0.308
O 15.349 -4.522 -3.317 0.107 -0.463 -0.113
O -7.646 -3.012 -6.528 0.319 -0.004 0.176
O 15.18 -2.368 21.567 -0.159 0.336 0.135
O 10.844 2.856 23.048 -0.072 0.139 -0.206
O 2.133 2.417 -7.58 0.515 0.098 -0.168
O 14.37 -6.75 -7.137 0.199 -0.007 0.147
O 11.782 3.787 -1.546 0.201 0.312 -0.304
O 11.876 -3.447 -1.377 0.026 0.365 -0.218
O 17.516 -0.025 -1.879 -0.247 0.196 0.393
O 14.977 0.134 -1.439 -0.169 0.049 -0.142
O 17.238 3.28 -1.894 0.033 -0.423 0.343
O 15.109 -7.718 -1.484 -0.003 0.361 -0.194
O 17.136 -7.891 -3.098 -0.208 0.62 -0.196
O 17.487 -3.919 -1.894 -0.138 -0.51 0.504
O 19.274 -7.446 -1.511 -0.197 0.395 -0.251
O 25.284 -0.527 -1.889 -0.015 -0.03 0.463
O 24.766 2.843 -1.922 -0.038 -0.54 0.147
O 22.707 -7.87 -1.589 -0.189 -0.016 -0.34
O 9.852 -7.657 -2.11 -0.13 0.186 -0.064
O 24.879 -4.095 -1.764 0.211 -0.401 0.016
O 16.699 2.031 19.793 -0.154 0.004 0.039
O 14.018 -5.524 18.609 -0.123 0.177 -0.239
O 23.796 -8.168 -6.591 0.334 0.03 -0.4
O 17.263 -1.94 18.014 0.056 0.407 0.363
O 17.47 -5.068 20.13 0.223 0.498 -0.031
O 20.963 -0.155 20.577 0.097 0.187 -0.427
O 19.629 -1.962 19.139 0.246 -0.429 0.289
O 20.234 -5.866 19.04 0.048 -0.181 0.272
O 22.799 -6.002 19.005 0.192 -0.343 0.313
O 22.866 -1.972 19.029 -0.637 0.259 0.349
O 25.148 -1.868 17.911 -0.042 0.164 0.428
O 28.279 4.804 19.701 0.021 -0.504 -0.089
O 26.107 -9.34 19.088 -0.229 0.579 0.368
O 27.62 -5.685 18.804 -0.087 0.214 0.249
O 21.618 -3.9 20.111 -0.48 0.316 -0.04
O 27.623 -1.73 18.677 0.609 -0.051 0.028
O 12.909 -1.456 20.449 -0.214 0.585 0.259
O 12.211 -1.02 -3.232 0.535 0.005 -0.209
O 11.461 1.399 -2.692 0.304 -0.166 -0.655
O 12.835 5.238 -4.505 0.224 -0.212 0.342
O 12.3 -8.181 -2.952 0.049 -0.208 0.064
O -18.875 5.312 23.656 0.348 0.321 0.236
O 11.508 -5.718 -2.585 -0.028 -0.03 -0.431
O 13.642 -2.922 -4.3 0.275 0.401 0.177
O 27.36 -1.82 -5.592 -0.496 0.092 -0.339
O 14.91 2.814 -3.08 -0.396 -0.036 -0.009
O 20.741 2.499 23.095 -0.016 0.349 0.283
O 14.686 -8.232 -4.049 0.188 0.152 -0.381
O 15.692 5.307 -2.572 -0.123 0.06 -0.158
O 15.901 -1.983 -2.689 0.128 0.076 -0.456
O 19.893 0.521 -2.959 0.159 0.291 0.043
O 15.495 0.772 -7.46 -0.067 -0.029 -0.158
O 19.462 3.546 -3.329 0.257 -0.061 0.017
O 18.496 5.562 -2.04 -0.137 0.007 -0.044
O 19.518 -8.41 -4.035 0.177 -0.325 -0.12
O 19.258 -1.934 -2.258 0.034 -0.026 -0.301
O 19.851 -4.309 -3.01 -0.123 -0.413 -0.231
O 23.235 -2.989 -6.519 0.119 -0.016 -0.105
O 23.248 0.423 -3.248 -0.054 0.633 -0.094
O 22.673 3.749 -3.272 -0.37 0.294 0.074
O 19.094 -6.502 -5.859 -0.415 0.273 0.075
O 23.693 -8.526 -4.011 -0.188 -0.018 -0.154
O 5.498 -6.792 23.7 0.352 -0.606 0.233
O 23.236 -2.065 -2.379 -0.351 0.04 -0.288
O 22.54 -4.523 -2.935 0.157 -0.497 -0.12
O 21.293 -7.927 -6.013 0.083 -0.629 0.128
O 14.293 2.207 20.836 -0.781 0.427 -0.16
O 28.727 -7.982 19.332 -0.322 -0.13 -0.109
O 14.9 -9.226 20.813 -0.057 0.179 0.32
O -22.942 -2.833 -6.505 0.329 -0.051 0.155
O 29.347 -5.903 20.789 0.273 0.169 0.009
O 15.187 -0.12 20.162 0.584 -0.165 0.243
O 19.158 -5.788 22.102 -0.044 0.283 0.421
O 18.91 2.466 21.129 -0.565 0.005 0.209
O 23.861 3.377 22.641 -0.255 -0.088 -0.446
O 17.371 5.37 20.393 0.36 -0.339 0.194
O 17.369 -7.627 19.356 0.053 -0.1 -0.142
O 18.393 0.093 20.141 -0.487 -0.333 0.116
O 19.269 -1.792 21.781 -0.18 -0.589 -0.065
O 21.48 2.589 20.538 0.113 -0.458 0.315
O 20.356 -8.258 21.681 -0.201 -0.117 -0.075
O 22.56 -1.928 21.621 0.02 -0.319 0.675
O 23.589 0.266 20.612 -0.258 0.194 -0.275
O 25.51 1.356 21.982 0.336 -0.133 0.201
O 25.906 3.543 19.837 -0.227 -0.108 0.125
O 18.826 -0.719 -4.957 -0.381 0.027 0.405
O 26.506 5.42 21.596 0.082 0.083 0.125
O 24.669 5.721 23.466 -0.126 0.151 0.326
O 26.786 -3.278 20.645 0.259 -0.698 -0.29
O 25.112 -5.698 18.03 0.085 -0.059 0.35
O 26.074 -0.762 20.607 -0.133 -0.102 0.256
O 15.709 -0.142 24.973 -0.409 -0.188 0.123
O 27.527 -2.138 -8.241 0.422 0 0.015
O 16.528 -9.078 22.806 0.432 -0.292 0.369
O 31.337 3.947 22.213 0.325 -0.296 0.256
O 21.04 -6.348 -4.008 0.418 -0.622 0.208
O 20.401 -2.22 24.112 0.073 -0.127 -0.519
O 16.953 -6.608 -7.415 -0.15 0.179 0.466
O 30.248 -4.51 22.758 -0.146 0.195 0.394
O 13.427 -5.427 -5.056 -0.454 -0.155 0.366
O 19.451 1.796 -5.242 -0.372 -0.025 -0.29
O 16.266 -2.985 -8.32 0.548 -0.18 0.032
O 20.255 4.625 21.68 -0.332 0.094 0.181
O 13.599 2.576 -7.854 0.54 -0.119 -0.283
O 13.786 5.133 -7.896 -0.056 0.419 -0.053
O 21.273 -4.025 -5.191 -0.41 0.339 -0.02
O 22.21 4.921 24.06 -0.566 -0.177 -0.015
O 24.415 1.399 24.32 -0.528 0.007 -0.167
O 15.719 -8.617 -8.474 0.126 -0.066 -0.621
O 20.767 -6.828 23.875 0.224 -0.249 0.12
O 18.02 -0.184 -7.406 0.308 -0.004 -0.206
O -1.668 -5.939 20.826 -0.279 0.238 -0.006
O 27.991 -5.73 23.07 0.23 -0.006 0.349
O 25.789 -5.516 21.671 -0.067 -0.571 -0.532
O 17.825 -1.476 23.979 -0.26 0.028 0.071
O 25.542 -3.238 22.951 -0.213 0.752 0.19
O 18.768 -4.869 -7.939 -0.717 0.162 -0.226
O 19.296 -7.445 -8.3 -0.339 -0.379 -0.119
O 29.7 -1.781 -6.911 0.431 0.132 0.005
O 19.118 -2.539 -6.744 0.166 0.144 0.63
O 22.714 5.649 21.681 0.409 0.238 -0.386
O 25.776 -9.531 -5.353 0.256 0.262 0.017
O 24.204 -3.696 20.636 0.313 0.005 -0.154
O 22.214 0.336 22.887 0.356 -0.13 0.207
O 14.094 1.668 -5.398 -0.523 -0.132 0.127
O 30.776 1.758 23.434 0.208 -0.29 -0.19
O 24.254 5.386 -1.923 0.369 0.123 0.156
O 30.148 -7.163 23.005 -0.286 -0.414 0.099
O 21.959 -7.401 -8.461 0.441 0.268 -0.562
O 30.288 2.812 -3.009 -0.369 -0.219 0.01
O 12.58 -7.807 -5.563 -0.627 -0.204 -0.33
O 16.685 -1.863 -5.963 -0.468 0.181 0.255
O 21.156 -3.86 -7.807 0.121 -0.168 -0.462
O 30.644 -4.02 -6.201 0.143 -0.492 -0.355
O 29.181 5.086 -8.051 -0.238 0.656 0.228
O 23.494 4.719 -5.609 -0.189 -0.035 -0.372
O 16.791 -7.256 24.609 -0.292 0.203 0.196
O 32.576 -6.559 22.387 0.06 -0.243 0.041
O 25.118 -1.711 -7.664 0.406 0.488 0.164
O -14.733 4.093 22.034 0.725 -0.241 0.237
O 21.388 0.039 -5.08 -0.14 -0.29 -0.14
O 31.698 -1.966 -2.909 -0.356 0.048 -0.214
O 11.8 3.922 -6.467 -0.167 -0.335 -0.107
O 31.355 0.514 -3.828 -0.226 -0.395 -0.418
O -25.101 -6.518 23.934 0.374 -0.173 0.043
O 19.66 0.205 23.474 -0.543 0.274 -0.077
O 21.094 3.834 -5.358 0.028 0.321 -0.28
O 16.448 2.742 -5.172 0.151 -0.002 0.24
O 23.098 2.074 -5.268 0.321 0.024 -0.35
O -8.26 -0.959 -8.131 -0.482 -0.413 0.218
O 27.211 -5.806 -7.022 -0.171 0.268 0.394
O 10.842 3.579 -4.018 -0.072 0.027 -0.232
O 31.051 -2.169 21.764 0.172 0.27 0.045
O 26.291 3.11 23.634 -0.067 0.322 -0.172
O 17.571 2.408 -7.52 0.403 0.187 -0.415
O 27.171 3.848 -1.495 0.083 0.221 -0.265
O -28.432 0.012 -1.93 -0.074 0.418 -0.006
O 30.561 -0.08 -1.416 -0.129 0.206 0.01
O 32.604 3.312 -1.826 -0.027 -0.566 0.164
O 30.438 -7.718 -1.387 0.192 0.253 -0.232
O 32.474 -7.839 -2.974 0.082 0.255 -0.42
O 30.951 -3.832 -1.22 0.387 -0.404 -0.064
O -28.206 -3.962 -2.406 -0.01 -0.594 -0.374
O -26.912 -7.443 -1.438 -0.04 0.339 -0.218
O -23.06 0.077 -1.172 -0.022 0.176 -0.153
O -20.715 -0.764 -2.124 0.023 -0.199 -0.028
O -21.398 2.808 -1.873 0.255 -0.391 0.357
O -23.538 -7.945 -1.562 -0.271 -0.075 -0.482
O 25.217 -7.573 -2.05 0.127 0.456 0.019
O -21.241 -4.119 -1.783 -0.269 -0.053 0.292
O 32.056 2.205 19.772 0.214 0.347 0.285
O 30.377 -2.282 19.189 -0.259 -0.399 0.101
O 32.671 -1.945 18.008 -0.059 0.308 0.275
O -28.629 -5.137 20.273 -0.436 0.265 -0.072
O -25.331 -0.073 20.641 -0.223 0.374 -0.272
O -26.579 -1.944 19.241 0.084 -0.479 0.204
O -25.607 -5.983 18.899 -0.1 -0.228 -0.072
O -22.98 -5.982 19.032 0.386 -0.107 0.506
O -22.819 -2.089 19.114 -0.241 0.427 0.323
O -17.958 4.85 19.692 0.004 -0.553 0.149
O -19.207 -5.946 19.032 -0.454 -0.105 0.611
O -24.385 -3.966 20.02 -0.616 0.327 -0.206
O 28.641 -1.44 21.024 -0.009 -0.11 0.287
O 27.692 -0.922 -3.087 0.398 -0.013 -0.102
O 26.866 1.478 -2.661 0.197 0.1 -0.349
O 28.226 5.314 -4.421 0.383 -0.323 0.266
O 27.661 -8.14 -2.857 0.216 -0.298 -0.156
O 29.712 -6.601 -7.05 0.124 -0.09 0.066
O 26.95 -5.679 -2.349 0.172 -0.043 -0.297
O 26.743 -3.292 -3.387 -0.257 0.044 -0.3
O 29.223 -2.861 -4.149 0.167 0.209 0.427
O -18.287 -0.926 -3.167 0.552 -0.002 -0.129
O 29.494 1.617 -5.304 -0.549 0.299 -0.003
O -25.411 2.573 23.032 0.161 0.398 0.437
O 30.054 -8.163 -3.958 0.346 0.219 -0.418
O 31.045 5.329 -2.521 0.147 -0.191 -0.253
O -26.031 0.603 -2.934 0.453 0.391 0.121
O 30.878 0.712 -7.378 0.151 -0.015 -0.002
O -26.75 3.525 -3.295 0.393 -0.296 0.044
O -27.665 5.579 -2.047 -0.117 0.013 0.09
O -26.747 -8.277 -4.018 0.444 -0.355 -0.22
O -26.546 -1.857 -2.262 0.079 -0.233 -0.038
O -22.329 -0.252 -6.218 0.559 0.035 -0.2
O -22.562 0.229 -3.686 -0.005 0.273 0.099
O -23.463 3.738 -3.243 -0.478 -0.068 0.061
O -27.142 -6.353 -5.896 -0.122 0.331 0.181
O -22.338 -8.496 -3.915 -0.295 0.42 -0.157
O -8.951 -6.064 21.275 0.727 -0.106 0.442
O -22.881 -2.165 -2.529 -0.415 -0.147 -0.273
O -23.638 -4.656 -2.8 0.283 -0.453 -0.146
O -24.83 -7.611 -5.692 0.341 -0.598 0.063
O 29.706 2.291 21.054 -0.568 -0.044 0.022
O -17.641 -8.023 19.233 -0.237 -0.081 -0.245
O 30.292 -9.423 20.86 -0.141 0.183 0.314
O -11.419 3.573 -3.366 -0.045 0.085 0.105
O -17.487 -6.191 21.065 -0.293 0.016 0.234
O 30.712 0.025 20.3 0.294 -0.128 0.006
O -13.804 -7.985 -3.286 0.128 0.233 -0.157
O -27.268 2.493 21.104 -0.447 -0.076 0.398
O -14.613 4.587 -7.242 0.076 0.28 0.168
O -28.774 5.247 20.373 0.446 -0.5 0.185
O -28.736 -7.707 19.446 -0.295 -0.088 0.158
O -27.878 0.161 20.09 -0.573 -0.364 -0.167
O -27.057 -1.634 21.865 -0.548 -0.558 -0.116
O -24.705 2.718 20.503 0.381 -0.142 0.351
O -26.662 -5.548 22.055 0.119 0.527 -0.166
O -24.882 -9.071 19.853 -0.223 0.341 0.141
O -23.715 -1.923 21.57 0.122 -0.46 0.567
O -22.728 0.28 20.566 -0.04 0.462 -0.75
O -20.985 0.83 22.364 0.071 -0.361 0.415
O -20.374 3.682 19.794 0.001 0.136 0.417
O -27.295 -0.684 -4.772 -0.564 -0.064 0.44
O -19.9 -9.523 21.216 0.034 0.438 0.035
O -21.459 5.538 23.372 0.003 0.301 0.301
O -19.375 -3.484 20.586 0.26 -0.513 -0.124
O -20.489 -1.236 20.812 -0.246 -0.152 0.48
O 25.848 -4.194 -8.474 -0.265 -0.106 0
O -18.648 -2.238 -8.269 0.426 -0.082 -0.46
O 32.046 -9.053 22.735 0.317 -0.13 0.294
O -16.349 2.355 20.897 -0.691 0.055 0.064
O -25.646 -6.001 -3.766 -0.079 -0.128 0.537
O -25.886 -2.194 24.138 0.414 -0.284 -0.328
O 32.292 -6.385 -7.46 -0.064 -0.205 0.092
O -16.083 -4.576 22.561 -0.01 0.127 0.111
O 31.147 -4.49 -3.699 0.297 -0.572 -0.182
O -26.668 1.811 -5.225 -0.055 -0.045 -0.478
O 31.706 -2.747 -8.339 0.312 0.217 0.105
O -26.035 4.704 21.665 -0.972 0.16 0.191
O 29.07 2.551 -7.768 0.229 -0.014 -0.31
O 8.394 -8.206 -6.594 0.389 0.052 -0.653
O 18.508 4.173 -5.779 -0.043 0.298 -0.27
O -23.865 4.743 24.2 -0.502 -0.447 -0.341
O -21.522 1.773 24.647 -0.224 -0.086 0.242
O 31.054 -8.496 -8.23 0.019 0.044 0.22
O 6.571 -7.455 -8.454 0.451 0.047 -0.408
O -28.117 -0.136 -7.169 0.277 0.119 -0.259
O -24.795 -3.852 -4.996 -0.187 0.528 -0.189
O -17.121 3.525 23.065 0.233 0.503 0.067
O -23.599 -0.929 -8.35 -0.25 0.106 0.156
O -18.205 -5.816 23.524 0.397 0.334 0.63
O -20.304 -5.575 21.916 -0.233 -0.501 -0.371
O -28.39 -1.247 24.137 -0.007 0.067 -0.162
O -20.347 1.074 19.814 0.107 -0.456 -0.308
O -20.366 -3.237 23.063 0.291 0.675 -0.007
O -27.427 -4.682 -7.984 -0.352 0.112 -0.372
O -26.909 -7.266 -8.334 -0.237 -0.346 0.263
O -16.457 -1.915 -6.975 0.126 0.318 -0.295
O -27.007 -2.537 -6.498 0.14 -0.106 0.346
O -20.391 -9.59 -5.416 0.237 0.531 -0.249
O -21.966 -3.799 20.98 -0.155 -0.508 0.244
O -23.973 0.351 22.907 0.413 0.104 0.093
O 28.199 0.215 -7.111 -0.629 0.103 -0.002
O -15.122 1.807 23.196 0.35 -0.305 -0.295
O -21.897 5.368 -1.848 0.276 0.074 0.069
O -16.045 -7.169 23.074 -0.523 -0.636 -0.055
O -24.249 -7.307 -8.213 0.428 0.222 -0.345
O 31.583 4.645 -7.03 0.169 0.359 0.39
O 27.956 -7.711 -5.455 -0.452 -0.08 -0.26
O 32.101 -1.91 -5.851 -0.237 -0.131 0.469
O -25.015 -3.895 -7.617 0.248 0.006 -0.612
O -10.213 -5.996 18.871 -0.187 -0.114 -0.008
O -15.412 -4.122 -6.296 0.238 -0.435 -0.337
O -20.523 -5.396 24.534 -0.072 -0.293 0.586
O -22.732 4.815 -5.56 0.06 -0.186 -0.523
O 32.081 -7.476 24.779 -0.527 0.141 0.087
O -13.574 -6.299 23.007 0.159 0.178 0.429
O -10.051 -6.787 23.721 0.106 -0.477 0.091
O -21.149 -1.819 -8.01 -0.044 0.161 -0.241
O -22.335 3.207 22.622 -0.051 -0.218 -0.595
O -24.728 0.058 -5.182 -0.045 -0.489 -0.232
O -17.956 0.102 -7.166 -0.528 0.236 -0.338
O 27.333 3.936 -6.364 -0.099 -0.323 0.04
O 11.854 -5.941 -7.201 -0.437 0.212 0.312
O -19.975 -7.76 23.26 -0.066 0.025 0.184
O -26.494 0.306 23.575 -0.56 0.268 0.057
O -25.103 3.917 -5.286 -0.134 0.398 -0.573
O -27.67 4.174 -5.762 0.112 0.39 -0.356
O -23.104 2.171 -5.355 0.18 0.047 -0.209
O 28.838 -5.333 -4.927 -0.231 -0.095 0.239
O -0.627 -7.219 22.982 -0.112 -0.268 0.013
O -15.015 -4.542 -3.76 0.442 -0.437 0.19
O 26.224 3.66 -3.97 -0.3 -0.085 -0.295
O -11.431 -5.629 21.777 0.279 0.271 -0.471
O -19.74 2.967 23.009 0.006 -0.055 -0.503
O -28.67 2.428 -7.497 0.262 0.071 0.029
O -18.982 3.789 -1.492 0.275 0.427 -0.288
O -13.184 0.013 -1.831 -0.078 0.278 0.138
O -15.735 -0.113 -1.471 -0.061 0.283 -0.464
O -13.622 3.308 -1.914 0.051 -0.525 0.16
O -15.59 -7.743 -1.383 0.003 0.001 -0.346
O -15.551 -3.801 -1.352 -0.097 -0.122 -0.274
O -13.03 -3.985 -2.158 -0.228 -0.19 0.156
O -11.971 -7.375 -1.496 -0.419 0.307 -0.161
O -9.644 -7.653 -0.462 -0.316 -0.047 -0.458
O -7.711 -0.329 -1.215 0.348 -0.086 -0.135
O -5.26 -0.636 -2.184 0.029 -0.299 0.529
O -5.976 2.744 -1.989 -0.093 -0.638 0.37
O -7.128 -8.591 -3.996 -0.604 0.396 -0.103
O -21.038 -7.515 -1.803 -0.276 0.272 0.462
O -8.093 -3.508 -1.161 -0.142 0.206 -0.198
O -5.756 -4.207 -2.034 -0.009 -0.433 0.11
O -14.057 2.1 19.651 0.107 0.334 -0.221
O -16.621 -5.664 18.635 -0.064 0.465 0.152
O -15.959 -2.277 18.925 -0.084 -0.448 0.096
O -13.502 -1.938 18.013 -0.023 0.458 0.382
O -13.652 -5.947 20.41 -0.217 0.104 0.159
O -9.857 -0.081 20.461 0.08 0.224 -0.334
O -11.153 -1.97 19.138 0.478 -0.219 0.327
O -3.198 4.18 -6.245 -0.234 -0.145 -0.068
O -7.586 -5.965 19.015 0.302 -0.276 0.542
O -7.325 -2.064 19.048 -0.292 0.138 0.236
O -2.522 4.807 19.75 0.161 -0.573 -0.105
O -4.683 -9.362 19.041 -0.456 0.356 0.357
O -3.461 -5.815 18.847 -0.285 0.366 0.464
O -9.013 -3.884 19.842 -0.523 0.28 -0.137
O -17.852 -1.332 20.438 -0.3 0.34 0.434
O -28.752 -3.945 22.64 0.346 0.434 0.125
O -19.313 1.434 -2.698 0.265 0.125 -0.485
O -17.976 5.319 -4.442 0.481 -0.196 -0.05
O -18.797 -8.197 -2.95 -0.029 -0.467 -0.099
O -16.443 -6.827 -7.121 -0.04 -0.231 0.38
O -19.204 -5.704 -2.352 0.49 -0.002 -0.258
O -19.317 -3.294 -3.352 -0.268 0.123 -0.387
O -16.881 -2.925 -4.279 0.199 0.465 -0.072
O -3.357 -1.838 -5.676 -0.107 0.098 -0.242
O -15.941 2.77 -3.055 -0.645 -0.214 -0.276
O -10.055 2.577 22.984 -0.187 0.394 0.308
O -16.317 -8.073 -3.893 0.131 0.338 -0.589
O -15.269 5.296 -2.609 -0.22 -0.017 -0.316
O -14.53 -1.977 -2.949 0.234 0.008 -0.62
O -10.829 0.561 -2.945 0.397 0.477 -0.014
O -15.29 0.614 -7.406 0.091 -0.18 0.252
O -8.784 -7.422 -8.44 0.383 0.281 -0.281
O -12.379 5.578 -2.05 -0.026 0 0.169
O -11.337 -8.39 -4.009 0.019 -0.027 -0.298
O -11.399 -1.886 -2.209 0.108 -0.049 -0.506
O -10.48 -4.183 -2.826 0.084 -0.077 0.032
O -7.219 0.477 -3.591 0.248 0.502 0.094
O -8.065 3.659 -3.361 -0.306 0.084 0.055
O -11.733 -6.535 -5.885 -0.138 0.559 0.235
O -5.043 -9.536 -5.371 0.091 0.304 -0.203
O -7.13 -2.133 -3.108 0.007 -0.05 -0.366
O -7.919 -4.633 -3.48 0.173 -0.248 -0.139
O -9.517 -7.925 -5.995 -0.271 -0.629 0.127
O -2.117 -8.003 19.314 0.039 -0.247 0.065
O -15.924 -9.286 20.797 -0.229 0.521 0.575
O -13.582 -3.899 22.087 0.468 0.396 -0.122
O -14.782 0.522 -3.849 0.212 -0.243 -0.323
O -15.592 -0.002 20.136 0.289 -0.172 0.242
O -15.568 -2.205 21.554 0.266 0.058 0.167
O -11.886 2.497 21.039 -0.431 0.252 0.269
O -5.116 -5.43 24.337 -0.521 -0.249 0.672
O -13.388 5.589 20.275 0.678 -0.405 0.174
O -12.432 0.105 20.102 -0.437 -0.162 -0.183
O -11.456 -1.733 21.765 0.136 -0.647 -0.01
O -9.308 2.651 20.465 0.107 -0.179 0.111
O -2.793 -5.862 23.236 0.064 0.292 0.536
O -8.28 -1.883 21.471 -0.145 -0.116 0.613
O -7.251 0.295 20.419 -0.177 0.013 -0.051
O -5.41 1.183 21.957 0.457 -0.003 0.148
O -4.885 3.546 19.871 0.202 -0.113 0.559
O -11.929 -0.721 -4.923 -0.365 -0.194 0.262
O -4.34 5.518 21.569 0.206 0.395 0.019
O -6.181 5.621 23.467 -0.13 0.102 0.379
O -4.124 -3.346 20.454 0.479 -0.08 -0.096
O -4.758 -0.798 20.427 -0.144 0.098 0.397
O -15.151 -0.206 24.844 -0.109 -0.292 -0.024
O -3.327 -2.098 -8.341 0.277 -0.033 -0.279
O -14.076 -8.851 22.606 0.79 -0.208 0.127
O 0.517 3.968 22.217 0.502 -0.121 0.3
O -9.821 -6.362 -3.982 0.231 -0.356 0.125
O -10.391 -2.173 24.131 0.372 -0.065 -0.32
O -17.322 -5.357 -5.128 0.022 -0.228 0.18
O -11.337 1.798 -5.245 -0.246 -0.023 -0.222
O -14.44 -2.813 -8.453 0.4 -0.015 0.036
O -10.59 4.697 21.558 -0.56 0.084 0.662
O -17.087 2.456 -7.762 0.28 0.035 -0.348
O -17.106 4.968 -8.055 -0.118 0.495 0.106
O -9.682 -4.111 -5.322 -0.328 0.279 -0.084
O -8.623 4.831 24.068 -0.342 -0.247 -0.017
O -6.374 1.421 24.315 -0.423 -0.148 -0.192
O -15.241 -8.643 -8.567 -0.067 0.076 -0.505
O 22.731 -5.681 -6.64 0.47 0.181 0.171
O -12.73 -0.184 -7.376 0.472 -0.056 -0.237
O 0.95 2.877 -5.266 -0.004 0.16 0.303
O -1.923 3.554 23.183 0.219 0.235 -0.373
O 16.236 4.595 -7.114 -0.174 0.118 0.275
O 0.301 -2.72 24.304 -0.542 -0.301 0.289
O -4.89 -5.565 21.719 -0.028 -0.288 -0.536
O -12.932 -1.374 23.924 0.19 -0.044 -0.341
O -5.041 -3.232 22.931 -0.038 0.65 0.102
O -12.144 -4.801 -7.872 -0.211 0.072 -0.134
O -11.447 -7.308 -8.382 -0.144 0.051 -0.336
O -1.087 -1.912 -7.12 0.212 0.265 0.312
O -11.529 -2.484 -6.757 0.227 -0.105 0.384
O -10.355 -8.162 21.497 -0.113 -0.027 -0.19
O 21.63 -6.119 21.369 0.527 -0.077 0.267
O -6.65 -3.841 20.903 -0.064 -0.36 0.212
O -8.551 0.408 22.744 0.476 -0.112 0.301
O -16.7 1.483 -5.321 -0.382 -0.25 0.229
O -0.029 1.699 23.31 0.008 -0.472 -0.174
O -6.479 5.277 -1.969 0.546 -0.017 0.457
O -1.759 -5.382 -5.08 -0.158 -0.028 0.391
O -3.607 5.36 24.087 0.277 0.449 0.457
O 27.248 5.439 24.107 0.15 0.531 0.386
O -18.325 -7.698 -5.51 -0.156 -0.054 -0.247
O -14.002 -1.974 -5.996 -0.333 0.319 0.739
O -9.664 -3.974 -7.915 0.249 -0.394 -0.68
O -6.975 -0.431 -5.981 0.166 -0.094 0.141
O 0.026 -4.096 -6.367 -0.005 -0.409 -0.213
O 15.855 0.46 -3.871 0.043 -0.173 -0.365
O -7.353 4.749 -5.687 0.27 -0.249 -0.583
O -14.241 -7.772 24.952 -0.531 -0.185 0.226
O 1.83 -6.493 22.632 0.055 -0.035 -0.258
O -15.038 -2.756 24.086 -0.51 -0.481 0.372
O -5.79 -1.817 -7.833 0.316 0.404 0.054
O -7.016 3.303 22.574 -0.238 -0.274 0.082
O -9.379 0.052 -5.091 -0.099 -0.388 -0.215
O -2.523 0.18 -7.188 -0.256 0.16 -0.243
O -18.81 3.78 -6.262 -0.032 -0.021 0.114
O -18.915 -5.902 -7.268 -0.334 0.035 0.145
O -4.592 -7.766 23.158 0.13 0.081 0.096
O -11.069 0.265 23.439 -0.382 0.247 0.019
O -9.764 3.9 -5.357 0.02 0.468 -0.216
O -12.355 4.148 -5.839 -0.062 0.543 -0.141
O -7.783 2.13 -5.51 0.355 -0.062 -0.439
O -13.314 2.369 -7.536 0.417 0.208 -0.521
O 7.838 -3.039 -6.747 0.157 -0.17 0.278
O 10.064 -5.419 24.448 -0.11 -0.126 0.679
O -19.994 3.66 -3.925 -0.124 -0.046 -0.238
O -22.375 -8.067 -6.459 0.604 -0.063 -0.21
O -4.527 3.092 23.331 -0.011 0.235 0.104
O -18.797 -1.893 -5.625 -0.568 -0.25 0.099
O 1.769 -7.845 -3.08 0.064 0.243 -0.374
O 4.036 -5.577 21.865 0.194 0.378 -0.102
O 26.319 -7.738 23.009 -0.09 0.105 0.002
O 7.359 -5.728 -6.649 0.284 -0.067 0.399
O 15.585 -2.657 24.188 -0.547 -0.3 0.287
O -23.322 -5.538 -6.459 0.767 0.127 0.254
O -23.541 5.514 21.818 0.222 -0.055 -0.162
O 4.929 -2.094 24.17 0.108 -0.213 -0.033
O -6.987 -8.144 -6.572 0.397 0.189 -0.268
O 22.731 -0.726 -7.952 -0.369 -0.02 0.239
O 14.817 -2.348 18.919 -0.115 -0.574 0.02
O -25.766 -8.182 22.134 -0.715 -0.112 0.232
O -1.604 5.082 -8.204 -0.484 0.487 -0.329
O 23.863 -0.508 -5.649 0.326 0.011 0.213
O -3.467 -5.868 -7.125 -0.191 -0.069 0.486
O -13.841 -6.728 -7.467 -0.197 0.295 0.258
O -14.475 2.823 -5.213 0.168 -0.097 -0.035
O 17.11 -4.019 22.486 0.187 0.155 0.529
O 25.717 -5.465 24.299 -0.173 -0.227 0.292
O 10.946 -9.413 21.201 -0.388 0.436 -0.015
O 31.112 -2.698 24.366 -0.235 -0.181 0.282
O 0.849 4.656 -7.269 0.199 0.119 0.123
O -8.058 -5.692 -6.632 0.586 0.048 0.083
O -8.113 5.618 21.676 0.459 0.44 -0.301
O 28.873 3.565 23.215 0.106 0.185 0.096
O -7.285 -7.662 -1.443 0.121 0.38 -0.248
O 31.809 2.794 -5.12 -0.074 0.181 -0.18
O -24.31 -6.245 21.288 0.463 -0.547 0.238

Results
total energy: -400172.768 eV
total energy less fixed offsets of O -438.25, Si -107.07 eV per atom: -13.648 eV
